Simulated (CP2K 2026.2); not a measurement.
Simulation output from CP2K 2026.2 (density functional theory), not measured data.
Periodic cell of 2016 atoms, Si1440O576, from a study of silicon, its oxide and their interface. The atomic structure is a simulated model.
Doubt: the forces sum to 2.91 eV/angstrom along one axis rather than to zero, so they err by at least 0.0014 eV/angstrom per atom on average; the grid cutoff is modest.

Settings
functional: PBE
method: Gaussian and plane waves
basis set: DZVP-MOLOPT-SR-GTH
pseudopotentials: GTH-PBE
grid cutoff: 350 Ry, relative cutoff 50 Ry
k points: Gamma only
occupations: fixed
spin: none
net charge: 0

Cell vectors (angstrom)
a 65.28 0 0
b 0 16.32 0
c -0.4307 -0.3096 33.11

Atoms and the computed forces on them: element, x, y, z (angstrom), force x, y, z (eV/angstrom)
Si 1.534 14.705 0.06 -0.214 0.071 0.734
Si 3.481 0.725 32.993 -0.053 0.319 0.652
Si 0.829 4.24 0.043 0.23 -0.121 0.709
Si 3.702 6.994 0.162 0.166 -0.212 0.643
Si 1.449 9.243 0.06 -0.233 0.313 0.648
Si 3.324 12.167 33.005 0.204 -0.22 0.695
Si 5.993 15.092 32.672 0.25 -0.334 0.66
Si 8.865 1.409 32.897 0.126 -0.237 0.662
Si 6.531 3.536 33.073 -0.179 0.055 0.715
Si 8.607 6.85 33.109 0.277 -0.125 0.771
Si 6.776 9.327 0.04 -0.155 0.174 0.689
Si 9.656 12.023 0.025 -0.088 0.066 0.674
Si 12.438 14.758 0.192 -0.066 -0.068 0.629
Si 14.991 0.938 0.224 0.008 0.305 0.656
Si 11.984 3.837 32.944 -0.084 -0.11 0.679
Si 14.844 6.685 0.039 0.315 0.087 0.685
Si 11.531 9.622 32.897 0.194 -0.297 0.685
Si 14.312 12.383 32.939 0.119 -0.264 0.642
Si 17.502 15.44 0.061 0.1 -0.331 0.782
Si 19.75 1.399 32.99 0.27 -0.215 0.758
Si 17.472 3.598 32.996 -0.34 0.227 0.695
Si 19.792 6.682 32.948 0.369 -0.382 0.546
Si 17.65 9.068 33.069 -0.415 0.295 0.664
Si 20.108 12.14 32.772 -0.222 0.099 0.731
Si 23.081 14.475 33.095 -0.305 0.239 0.559
Si 25.233 1.176 33 0.299 -0.137 0.688
Si 23.214 3.651 32.89 -0.329 0.163 0.658
Si 25.87 6.884 0.059 0.166 -0.058 0.694
Si 23.17 8.71 32.914 -0.158 0.286 0.664
Si 25.836 12.528 0.039 0.277 -0.328 0.621
Si 29.137 14.667 0.216 -0.34 0.284 0.616
Si 31.45 1.612 0.281 -0.013 -0.277 0.643
Si 29.086 3.655 0.015 -0.243 0.138 0.702
Si 30.738 6.569 33.049 0.204 -0.186 0.773
Si 28.633 8.949 32.903 -0.264 0.217 0.68
Si 31.297 12.319 0.417 0.207 -0.189 0.685
Si 34.302 14.663 0.063 -0.158 0.187 0.737
Si 36.381 1.654 0.281 0.332 -0.218 0.729
Si 34.201 3.91 0.485 -0.041 0.246 0.709
Si 36.664 6.885 0.021 0.172 -0.054 0.758
Si 33.882 8.687 32.827 -0.201 0.391 0.663
Si 36.533 12.457 0.06 0.059 -0.204 0.746
Si 39.044 14.151 33.039 0.145 0.004 0.651
Si 41.482 1.088 32.962 0.322 -0.211 0.657
Si 39.832 3.83 0.049 -0.252 0.13 0.748
Si 42.031 7.092 0.124 0.151 -0.069 0.766
Si 39.926 9.394 0.157 -0.153 0.071 0.703
Si 42.76 12.123 0.194 -0.289 0.058 0.648
Si 45.492 14.367 0.34 -0.001 0.129 0.743
Si 47.256 1.471 0.151 0.26 -0.015 0.679
Si 45.143 3.812 0.086 -0.14 0.076 0.705
Si 47.868 6.588 0.338 -0.137 0.053 0.782
Si 44.938 9.875 0.182 0.082 -0.274 0.704
Si 47.705 12.248 0.708 -0.032 0.076 0.406
Si 50.665 14.82 0.324 -0.306 0.084 0.7
Si 53.191 1.215 0.338 -0.114 0.131 0.72
Si 49.994 4.3 0.132 0.261 -0.145 0.766
Si 52.518 6.593 32.82 -0.351 0.294 0.779
Si 49.814 9.952 0.582 0.027 -0.028 0.659
Si 52.603 12.347 0.342 0.349 -0.021 0.655
Si 55.467 15.387 0.194 0.079 -0.361 0.668
Si 58.076 1.503 0.468 0.341 -0.314 0.63
Si 55.841 3.733 0.425 -0.272 0.481 0.626
Si 58.098 7.174 0.21 0.055 -0.207 0.718
Si 55.977 9.478 0.131 -0.278 0.094 0.679
Si 58.404 12.011 0.258 -0.095 0.239 0.705
Si 61.112 14.795 0.142 -0.141 0.155 0.706
Si 63.322 1.58 0.053 0.162 -0.045 0.668
Si 61.107 3.764 0.246 0.058 0.149 0.647
Si 64.008 6.605 0.024 -0.262 0.104 0.707
Si 60.74 9.932 0.242 0.112 -0.202 0.751
Si 63.372 12.572 0.02 0.235 -0.161 0.702
Si 2.602 16.244 1.452 0.015 0 -0.035
Si 5.24 2.664 1.103 0.012 -0.006 -0.044
Si 2.512 5.351 1.314 -0.021 -0.02 -0.051
Si 5.28 8.172 1.416 0.015 -0.022 -0.045
Si 2.619 10.892 1.266 0.019 0.012 -0.04
Si 5.418 13.692 1.034 -0.014 0.037 -0.046
Si 8.077 0.068 1.003 0.006 -0.023 -0.038
Si 10.957 2.742 1.115 0.01 0.046 -0.016
Si 8.059 5.457 1.297 0.008 -0.025 -0.018
Si 10.818 8.267 1.104 0.022 -0.02 -0.042
Si 8.046 10.879 1.27 0.009 -0.006 -0.062
Si 10.847 13.532 1.354 0.012 -0.005 -0.039
Si 13.572 16.175 1.638 -0.023 -0.014 -0.012
Si 16.224 2.754 1.145 0.019 0.02 -0.049
Si 13.539 5.424 1.43 -0.033 -0.032 -0.079
Si 16.372 8.163 1.129 -0.015 0.028 -0.097
Si 13.609 11.001 1.11 -0.007 0.004 -0.053
Si 16.391 13.681 1.193 -0.004 -0.006 -0.061
Si 19.118 0.171 1.339 0.002 0.028 -0.071
Si 21.892 2.848 1.036 0.02 -0.016 -0.063
Si 19.074 5.451 1.204 0.007 -0.01 -0.041
Si 21.933 8.036 1.128 -0.029 0.002 -0.012
Si 19.175 11.069 1.103 0.034 0.029 -0.063
Si 21.828 13.678 1.179 -0.005 0.006 -0.069
Si 24.556 0.045 1.324 0.014 -0.006 -0.03
Si 27.37 2.56 1.181 -0.052 0.006 -0.057
Si 24.66 5.381 1.34 -0.003 0.011 -0.042
Si 27.417 8.199 1.183 0.031 0 -0.054
Si 24.625 10.791 1.1 -0.047 -0.012 -0.029
Si 27.389 13.622 1.37 0.024 -0.001 -0.02
Si 30.219 16.301 1.456 -0.008 0.038 -0.044
Si 32.748 2.733 1.802 -0.011 -0.011 -0.028
Si 30.041 5.357 1.321 0.001 0.005 -0.064
Si 32.776 8.023 1.235 -0.009 -0.006 -0.071
Si 30.019 10.714 1.419 -0.021 -0.049 -0.068
Si 32.864 13.558 1.547 0.031 0.015 -0.053
Si 35.371 16.254 1.467 0.017 -0.045 -0.063
Si 38.203 2.685 1.36 -0.002 -0.02 -0.034
Si 35.529 5.481 1.525 0.018 0.032 -0.052
Si 38.244 8.137 1.285 -0.013 0.003 -0.046
Si 35.376 10.728 1.124 -0.023 -0.065 -0.056
Si 38.041 13.542 1.5 -0.011 -0.043 -0.031
Si 40.927 16 1.199 -0.029 -0.002 -0.009
Si 43.518 2.576 1.275 -0.038 -0.014 -0.005
Si 40.921 5.429 1.401 0.004 0.012 -0.04
Si 43.685 8.219 1.386 -0.024 0.014 -0.06
Si 41.063 10.965 1.441 0.004 -0.014 -0.01
Si 43.825 13.475 1.734 0.007 0 -0.062
Si 46.269 16.23 1.564 -0.035 0.009 -0.061
Si 48.903 2.656 1.415 -0.026 0.015 -0.063
Si 46.253 5.361 1.5 0 -0.023 -0.046
Si 48.86 8.18 1.755 -0.007 -0.051 0.008
Si 46.266 10.858 1.843 -0.032 -0.018 -0.068
Si 49.071 13.763 1.733 0.043 0.025 -0.043
Si 51.714 0.029 1.685 0.024 0.016 -0.06
Si 54.281 2.709 1.76 -0.035 -0.037 -0.005
Si 51.623 5.551 1.299 0.028 0.02 -0.046
Si 54.179 8.355 1.218 0.035 -0.025 -0.041
Si 51.488 10.977 1.821 0.022 0.004 -0.019
Si 54.377 13.573 1.356 -0.011 0.038 -0.036
Si 56.893 0.02 1.779 -0.034 -0.044 -0.04
Si 59.725 2.617 1.684 -0.004 0.017 -0.001
Si 56.938 5.535 1.454 0.012 0.009 -0.021
Si 59.687 8.26 1.524 -0.009 0.006 -0.075
Si 57.023 10.848 1.697 -0.014 -0.03 -0.037
Si 59.577 13.642 1.471 0.022 0.02 -0.055
Si 62.302 0.017 1.458 0.004 -0.006 -0.067
Si 64.996 2.668 1.344 -0.008 -0.013 -0.065
Si 62.359 5.462 1.315 0.012 -0.027 -0.036
Si 65.095 8.19 1.367 -0.008 -0.011 -0.055
Si 62.371 11.012 1.482 0.003 0.016 -0.083
Si 65.103 13.612 1.245 -0.003 0.008 -0.042
Si 1.184 1.351 2.67 -0.015 0.023 -0.025
Si 3.959 4.018 2.582 0.024 0.022 0.011
Si 1.213 6.796 2.701 -0.009 0.006 0.017
Si 3.964 9.597 2.707 -0.008 0.002 0.036
Si 1.199 12.228 2.616 0.025 0.003 0.013
Si 4.086 14.911 2.639 0.028 -0.03 0.015
Si 6.69 1.348 2.481 0.017 -0.014 0.023
Si 9.565 4.114 2.531 -0.005 -0.007 0.009
Si 6.67 6.759 2.682 0.004 0.004 0.032
Si 9.468 9.53 2.593 0.015 0.002 0.048
Si 6.706 12.333 2.516 -0.047 -0.007 0.011
Si 9.41 15.015 2.477 -0.016 0.016 0.014
Si 12.164 1.393 2.647 -0.02 0.032 0.019
Si 14.955 4.046 2.64 0.034 -0.008 0.034
Si 12.139 6.906 2.553 -0.037 0.026 0.019
Si 14.972 9.562 2.436 -0.028 0.007 0.02
Si 12.266 12.212 2.656 0.041 -0.013 0.027
Si 15.073 14.87 2.779 0.029 -0.053 0.054
Si 17.666 1.497 2.611 -0.012 -0.001 0.039
Si 20.523 4.131 2.511 -0.018 -0.02 0.02
Si 17.698 6.819 2.543 -0.003 -0.02 0.011
Si 20.554 9.562 2.41 -0.017 -0.014 0.004
Si 17.738 12.282 2.512 -0.001 0.011 0.017
Si 20.467 15.015 2.566 -0.012 -0.024 0.005
Si 23.135 1.437 2.541 -0.02 0.022 0.018
Si 26.045 3.977 2.595 0.039 0.007 0.016
Si 23.218 6.736 2.607 0.003 0.002 0.003
Si 25.995 9.521 2.551 0.013 0.02 0.006
Si 23.201 12.186 2.462 0.001 0.018 0.014
Si 25.97 14.998 2.654 -0.014 -0.007 -0.002
Si 28.692 1.294 2.683 -0.009 0.003 0.008
Si 31.326 4.155 2.892 -0.025 0.048 0.032
Si 28.67 6.768 2.611 -0.022 -0.012 0.038
Si 31.462 9.392 2.686 0.029 0.019 0.038
Si 28.66 12.155 2.715 0.01 0.032 0.007
Si 31.49 14.931 2.852 0.018 0.013 0.028
Si 34.099 1.248 2.943 0.03 -0.003 0.045
Si 36.902 4.054 2.798 0.016 -0.006 0.026
Si 34.091 6.803 2.778 -0.028 -0.009 0.041
Si 36.816 9.495 2.606 0.01 0.047 0.012
Si 34.186 12.069 2.724 0.011 -0.016 0.054
Si 36.782 14.959 2.843 -0.022 0.024 0.013
Si 39.554 1.175 2.624 0.03 -0.021 -0.011
Si 42.262 4.011 2.723 0.037 -0.012 0.004
Si 39.516 6.76 2.747 -0.014 0.004 -0.007
Si 42.34 9.552 2.84 0.02 0.006 0.029
Si 39.542 12.217 2.76 0.003 -0.009 -0.004
Si 42.295 14.909 2.789 0 0.017 0.003
Si 44.821 1.284 2.802 0.003 0.011 0.015
Si 47.605 4.011 2.872 0.016 -0.006 0.042
Si 44.907 6.777 2.813 0.012 0.013 0.003
Si 47.535 9.445 3.151 -0.015 0.011 0.04
Si 44.976 12.178 3.216 0.021 -0.005 0.055
Si 47.651 15.051 3.035 -0.003 -0.025 0.009
Si 50.262 1.398 2.894 -0.019 0.014 -0.004
Si 52.889 4.207 2.848 -0.034 0.03 -0.011
Si 50.364 6.815 2.892 0.012 -0.035 0.006
Si 52.967 9.543 2.877 -0.002 -0.023 0.023
Si 50.254 12.356 3.177 -0.029 0.017 0.031
Si 53.078 14.91 2.926 0.042 -0.037 0.025
Si 55.623 1.399 3.14 -0.007 -0.018 0.025
Si 58.344 4.162 2.849 -0.038 -0.051 -0.016
Si 55.524 6.919 2.732 -0.023 0.041 -0.011
Si 58.392 9.525 3.006 0.026 0 0.036
Si 55.645 12.283 2.885 -0.045 0.039 0.002
Si 58.317 14.943 2.952 0.03 -0.006 0.02
Si 61.06 1.277 2.987 0.014 -0.003 0.01
Si 63.718 4.092 2.74 0.012 0.014 0.001
Si 61.073 6.823 2.759 -0.014 -0.027 -0.01
Si 63.757 9.566 2.726 0.006 0.004 -0.002
Si 61.004 12.327 2.858 -0.016 -0.008 0.038
Si 63.806 14.993 2.694 -0.018 -0.012 0.027
Si 65.158 0.008 4.079 -0.011 -0.004 0.012
Si 2.602 2.704 3.988 0.01 -0.011 0.006
Si 65.14 5.442 4.075 -0.001 -0.013 -0.018
Si 2.603 8.179 4.026 0.007 -0.017 0
Si 65.169 10.895 4.059 0 0.019 -0.003
Si 2.633 13.576 3.963 0.007 0.014 -0.016
Si 5.411 0.004 3.96 0 0.003 0.001
Si 8.109 2.728 3.837 -0.013 0.012 -0.03
Si 5.303 5.389 3.984 -0.013 0.006 0.016
Si 8.097 8.157 3.951 0.007 0.008 -0.007
Si 5.376 10.973 3.961 0.003 0.002 0.021
Si 8.088 13.656 3.894 0.016 0.008 -0.007
Si 10.769 0.013 3.916 0.003 -0.027 0.012
Si 13.577 2.716 3.982 0.002 0 0.014
Si 10.843 5.499 3.932 0.012 -0.019 0.019
Si 13.592 8.231 3.853 0 0.008 -0.002
Si 10.851 10.866 3.962 0.002 0.011 0.002
Si 13.622 13.546 4.033 -0.008 -0.018 0.023
Si 16.394 0.045 3.993 0.004 0.02 -0.017
Si 19.115 2.802 3.904 -0.017 0.022 0
Si 16.345 5.458 3.919 -0.003 0.018 -0.009
Si 19.132 8.207 3.804 0.007 0.023 -0.005
Si 16.35 10.892 3.839 -0.012 -0.004 -0.011
Si 19.096 13.629 3.893 -0.01 0.013 0.004
Si 21.824 0.041 3.922 -0.012 0.025 -0.006
Si 24.574 2.701 3.929 0.001 0.003 -0.017
Si 21.833 5.433 3.954 0.015 -0.012 0.028
Si 24.602 8.146 3.896 0.006 -0.008 0.005
Si 21.856 10.867 3.871 0.018 0.003 0.008
Si 24.553 13.564 3.878 -0.027 -0.011 0.01
Si 27.316 -0.02 4.052 0.011 -0.003 0.013
Si 29.963 2.7 4.107 -0.016 -0.022 -0.018
Si 27.313 5.404 3.98 0.001 -0.005 -0.005
Si 30.052 8.071 4.024 -0.003 -0.011 -0.018
Si 27.267 10.839 4.03 -0.006 -0.016 0.002
Si 30.039 13.531 4.063 0.006 -0.018 0.016
Si 32.751 16.252 4.281 -0.011 -0.02 0.034
Si 35.515 2.685 4.152 -0.009 -0.001 0.001
Si 32.749 5.469 4.179 0.007 0.01 0.012
Si 35.479 8.178 4.074 -0.004 0.011 -0.02
Si 32.763 10.792 4.08 -0.013 -0.011 -0.005
Si 35.472 13.491 4.126 -0.016 0.012 -0.011
Si 38.196 -0.024 4.144 -0.011 0.018 0.007
Si 40.862 2.625 4.047 -0.009 -0.019 -0.046
Si 38.201 5.423 4.171 -0.017 0.016 0.011
Si 40.895 8.14 4.107 -0.007 0.008 -0.026
Si 38.166 10.82 4.067 -0.033 -0.005 -0.006
Si 40.881 13.576 4.149 0.016 -0.007 -0.026
Si 43.528 -0.031 4.233 0.02 -0.007 0.033
Si 46.21 2.66 4.196 -0.001 -0.019 -0.019
Si 43.554 5.389 4.154 0.003 -0.025 0.016
Si 46.165 8.057 4.368 -0.031 0.006 0.001
Si 43.552 10.808 4.404 -0.01 -0.019 0.004
Si 46.335 13.637 4.405 -0.017 -0.003 0
Si 48.981 0.078 4.366 0.009 0.004 0
Si 51.595 2.79 4.242 0.018 -0.001 0.006
Si 48.969 5.41 4.225 -0.018 0.019 -0.038
Si 51.676 8.166 4.289 -0.005 -0.015 -0.008
Si 48.904 10.89 4.419 0.01 0.015 -0.019
Si 51.711 13.66 4.407 0.028 0.017 -0.013
Si 54.309 -0.036 4.39 0.005 -0.041 0.01
Si 57.052 2.814 4.307 0.011 0.012 0.005
Si 54.287 5.529 4.205 0.043 -0.013 -0.017
Si 56.948 8.151 4.22 -0.017 0.001 -0.024
Si 54.311 10.907 4.253 0.007 0.01 0.002
Si 56.994 13.585 4.305 0.01 -0.012 -0.004
Si 59.693 16.278 4.311 0.001 0.008 0.012
Si 62.443 2.732 4.19 0.019 0.029 0.005
Si 59.736 5.481 4.185 0.019 0.024 -0.004
Si 62.442 8.183 4.111 -0.012 0.005 0.028
Si 59.749 10.927 4.28 -0.002 0.011 0.001
Si 62.452 13.663 4.133 -0.012 0.022 -0.023
Si 1.406 14.96 16.273 -0.008 0.005 -0.004
Si 4.16 1.372 16.204 -0.001 -0.002 -0.009
Si 1.428 4.066 16.236 -0.004 -0.023 -0.017
Si 4.156 6.835 16.175 -0.006 0.011 -0.011
Si 1.403 9.529 16.268 0.004 0 -0.015
Si 4.137 12.26 16.217 -0.001 -0.002 0.003
Si 6.863 14.975 16.184 -0.005 0.007 0.002
Si 9.596 1.386 16.145 -0.006 0.005 -0.009
Si 6.895 4.105 16.166 0 0 0.001
Si 9.614 6.809 16.141 0.01 0 -0.004
Si 6.908 9.539 16.157 0.004 -0.002 -0.004
Si 9.644 12.267 16.165 0.009 0.018 -0.011
Si 12.283 14.975 16.13 -0.008 -0.017 0.002
Si 14.958 1.37 16.104 -0.011 -0.009 -0.014
Si 12.299 4.074 16.144 0.005 -0.002 -0.006
Si 15.01 6.82 16.116 0 0.005 -0.006
Si 12.315 9.558 16.148 -0.002 0.008 -0.009
Si 14.995 12.269 16.069 0.014 0.001 -0.013
Si 17.67 14.939 16.089 0.004 -0.007 -0.009
Si 20.364 1.342 16.067 0.006 -0.009 -0.008
Si 17.7 4.096 16.091 -0.005 0.014 0.002
Si 20.411 6.786 16.138 -0.011 0.008 0.007
Si 17.69 9.476 16.064 -0.006 0.014 -0.006
Si 20.407 12.205 16.047 0.013 -0.011 -0.021
Si 23.141 14.933 16.1 0.004 0.007 -0.009
Si 25.813 1.323 16.138 -0.004 -0.003 -0.001
Si 23.065 4.059 16.109 0 0.005 -0.005
Si 25.808 6.804 16.172 0.012 -0.008 -0.001
Si 23.13 9.493 16.16 0.012 -0.001 -0.012
Si 25.788 12.194 16.19 -0.026 0 0.001
Si 28.529 14.934 16.22 0.008 0.018 0
Si 31.237 1.334 16.266 -0.005 0.01 -0.004
Si 28.558 4.098 16.192 0.01 0.007 -0.012
Si 31.213 6.777 16.276 -0.003 0.001 -0.015
Si 28.517 9.553 16.285 0.015 0.003 0.01
Si 31.212 12.222 16.35 -0.013 0.002 0.006
Si 33.919 14.946 16.393 0.008 -0.001 0.004
Si 36.644 1.349 16.425 -0.015 -0.017 0.011
Si 33.953 4.093 16.359 0.003 0.018 0.005
Si 36.662 6.775 16.423 0.001 0 -0.01
Si 33.927 9.506 16.344 0.011 -0.015 -0.007
Si 36.607 12.218 16.385 -0.006 -0.005 -0.008
Si 39.372 14.967 16.445 0.004 0.009 0
Si 42.11 1.382 16.532 0.004 -0.019 -0.003
Si 39.419 4.104 16.482 0.012 0.021 0.001
Si 42.097 6.78 16.55 0.002 0.005 -0.001
Si 39.353 9.49 16.474 -0.001 0.009 -0.005
Si 42.075 12.207 16.485 -0.015 -0.001 -0.009
Si 44.811 14.954 16.536 0.005 0 -0.006
Si 47.567 1.362 16.562 -0.002 0.008 0.005
Si 44.842 4.098 16.551 0.012 0.005 -0.009
Si 47.546 6.77 16.589 -0.002 -0.016 -0.007
Si 44.815 9.48 16.58 -0.004 0.002 0.006
Si 47.54 12.193 16.568 -0.011 0.005 -0.004
Si 50.306 14.957 16.51 0.001 -0.013 -0.009
Si 53.038 1.376 16.572 -0.005 0.002 0.005
Si 50.315 4.071 16.608 0.013 0.007 -0.012
Si 53.011 6.757 16.616 0.003 -0.014 0.011
Si 50.279 9.501 16.582 -0.017 0.006 0.005
Si 53.055 12.202 16.505 -0.01 -0.017 -0.016
Si 55.768 14.99 16.512 0.006 -0.017 0.004
Si 58.56 1.394 16.457 -0.006 0.011 -0.002
Si 55.781 4.109 16.517 0.009 -0.005 -0.005
Si 58.496 6.802 16.518 -0.006 -0.01 -0.003
Si 55.767 9.485 16.558 -0.002 0.003 -0.008
Si 58.487 12.239 16.451 -0.016 -0.018 -0.002
Si 61.273 14.966 16.405 0 -0.006 -0.001
Si 63.993 1.365 16.31 0.003 -0.003 -0.007
Si 61.235 4.117 16.397 -0.005 -0.008 -0.006
Si 63.976 6.806 16.335 0.001 -0.011 -0.004
Si 61.252 9.533 16.419 0.006 -0.003 0.007
Si 63.948 12.251 16.374 0.005 -0.024 -0.007
Si 2.824 -0.009 17.567 0.004 0.011 -0.018
Si 5.539 2.75 17.522 0.005 -0.024 0.013
Si 2.771 5.495 17.512 -0.012 -0.002 -0.02
Si 5.555 8.179 17.503 -0.019 -0.006 0.01
Si 2.777 10.902 17.577 -0.018 -0.015 -0.012
Si 5.505 13.625 17.562 -0.02 0.006 0.002
Si 8.251 0.028 17.497 -0.009 0.002 0.008
Si 10.959 2.718 17.538 -0.002 -0.013 -0.015
Si 8.295 5.437 17.52 -0.004 0.002 -0.011
Si 10.966 8.183 17.492 0.007 0.004 0.005
Si 8.309 10.884 17.495 0.019 -0.022 0.005
Si 11.031 13.59 17.561 0.02 -0.001 0.015
Si 13.585 0.052 17.496 -0.001 0.018 -0.01
Si 16.32 2.747 17.416 -0.012 0.008 0.006
Si 13.694 5.428 17.466 -0.006 -0.016 -0.013
Si 16.35 8.178 17.5 -0.016 0.015 0.021
Si 13.713 10.926 17.482 -0.014 0.006 -0.009
Si 16.286 13.626 17.47 -0.003 -0.022 0.021
Si 19.04 -0.037 17.422 -0.001 0.01 0.022
Si 21.693 2.684 17.442 0.004 0.001 0.004
Si 19.072 5.403 17.491 0.028 -0.022 0.013
Si 21.767 8.146 17.51 0.028 0.03 0.022
Si 19.053 10.835 17.371 -0.003 -0.021 -0.003
Si 21.803 13.515 17.388 -0.004 -0.019 0.005
Si 24.448 -0.022 17.503 0.011 0.007 0.027
Si 27.204 2.682 17.445 0.035 -0.001 -0.035
Si 24.395 5.438 17.453 -0.005 0.013 0.014
Si 27.126 8.173 17.572 0.001 0.014 -0.005
Si 24.441 10.837 17.585 0.013 -0.01 0.001
Si 27.157 13.542 17.52 0.015 -0.004 -0.009
Si 29.864 -0.025 17.604 -0.012 -0.025 0.021
Si 32.547 2.72 17.636 -0.016 -0.014 -0.012
Si 29.856 5.438 17.646 -0.002 -0.006 0.021
Si 32.53 8.14 17.646 -0.004 0.008 -0.025
Si 29.846 10.887 17.744 -0.002 -0.002 0.024
Si 32.53 13.589 17.748 0.017 0.003 0.01
Si 35.255 -0.009 17.782 0.008 0.001 0.008
Si 38.004 2.749 17.75 0.001 0.001 -0.014
Si 35.273 5.451 17.785 0 -0.014 0.013
Si 38.013 8.094 17.828 0.005 -0.011 0.007
Si 35.242 10.858 17.746 -0.008 0.01 0.026
Si 37.929 13.617 17.719 -0.014 0.009 -0.01
Si 40.723 0 17.84 0 0.01 0.006
Si 43.472 2.765 17.905 -0.002 -0.003 -0.014
Si 40.752 5.432 17.947 -0.017 -0.017 0.007
Si 43.443 8.113 17.949 -0.006 -0.024 0.016
Si 40.676 10.874 17.836 0.015 0.002 0.002
Si 43.42 13.568 17.845 -0.005 0.006 -0.001
Si 46.157 0.022 17.892 0.002 -0.014 0.01
Si 48.961 2.686 17.944 -0.003 -0.008 -0.002
Si 46.163 5.44 17.975 -0.013 0.031 0.018
Si 48.911 8.123 17.942 0.008 0.003 -0.017
Si 46.166 10.836 17.957 0.005 0.008 0
Si 48.939 13.591 17.841 -0.001 -0.009 0.005
Si 51.671 -0.033 17.898 0.008 -0.015 -0.008
Si 54.404 2.796 17.89 0.002 0.02 0.01
Si 51.647 5.411 18.04 -0.007 -0.017 0.013
Si 54.417 8.096 17.95 0.01 0.014 -0.011
Si 51.725 10.831 17.887 0.004 0.015 0.008
Si 54.376 13.607 17.843 -0.019 0.007 -0.026
Si 57.202 0.036 17.804 0.001 0.001 -0.002
Si 59.898 2.799 17.82 -0.012 0.007 -0.002
Si 57.138 5.436 17.921 -0.006 -0.007 -0.002
Si 59.925 8.167 17.804 -0.012 -0.001 0.016
Si 57.135 10.899 17.861 0.014 0.007 0
Si 59.903 13.588 17.746 -0.019 -0.015 -0.013
Si 62.669 0.028 17.72 0.028 -0.01 0.01
Si 0.136 2.676 17.637 0.013 0.007 0.002
Si 62.643 5.448 17.722 -0.009 0.005 0.007
Si 0.065 8.176 17.667 -0.001 0 0
Si 62.616 10.887 17.789 -0.007 0.021 0
Si 0.026 13.657 17.684 0.012 0.016 -0.008
Si 1.511 1.288 18.991 -0.038 -0.011 -0.02
Si 4.163 4.168 18.799 0.01 -0.007 -0.012
Si 1.46 6.805 18.962 0.016 -0.009 -0.023
Si 4.193 9.531 18.854 -0.009 0.004 -0.051
Si 1.395 12.248 18.946 0.015 -0.016 -0.042
Si 4.155 14.984 18.961 0.001 -0.011 -0.019
Si 6.904 1.381 18.875 0.002 0.01 -0.024
Si 9.635 4.069 18.916 -0.042 0.016 -0.003
Si 6.965 6.84 18.832 0.01 0.016 -0.023
Si 9.671 9.556 18.9 0.01 0.007 -0.017
Si 6.942 12.25 18.803 -0.007 -0.004 -0.018
Si 9.652 15.009 18.829 0.005 0.028 -0.036
Si 12.296 1.4 18.967 0.028 -0.001 0
Si 15.038 4.087 18.869 -0.014 -0.015 -0.039
Si 12.379 6.829 18.788 0.002 -0.01 -0.028
Si 15.062 9.616 18.886 0.035 -0.002 -0.021
Si 12.466 12.25 18.953 -0.004 0.032 -0.008
Si 14.898 15.006 18.84 0.007 -0.016 -0.006
Si 17.635 1.34 18.716 -0.012 -0.013 -0.021
Si 20.363 3.975 18.882 -0.009 0.006 0.002
Si 17.733 6.8 18.808 -0.023 -0.009 -0.006
Si 20.427 9.594 18.806 0.019 0.035 -0.028
Si 17.667 12.159 18.684 -0.023 -0.015 -0.025
Si 20.457 14.87 18.677 -0.018 0.019 -0.042
Si 23 1.311 18.805 0.008 -0.028 -0.024
Si 25.782 4.024 18.672 0.003 -0.008 -0.021
Si 23.054 6.732 18.899 -0.012 -0.022 -0.013
Si 25.752 9.458 18.987 -0.013 0.015 -0.023
Si 23.06 12.221 18.9 -0.002 -0.012 -0.012
Si 25.851 14.941 18.83 0.001 -0.023 -0.028
Si 28.529 1.399 18.895 -0.032 0.056 -0.029
Si 31.175 4.029 19.016 0.015 -0.021 -0.023
Si 28.488 6.863 18.945 0.026 0.018 -0.01
Si 31.218 9.454 19.07 0.002 -0.003 -0.02
Si 28.403 12.267 19.051 0.014 -0.015 -0.025
Si 31.117 14.954 19.078 0.022 -0.003 -0.024
Si 33.868 1.423 19.055 -0.007 0.014 -0.014
Si 36.684 4.111 19.134 0.013 -0.005 -0.017
Si 33.806 6.805 19.07 -0.011 -0.019 -0.012
Si 36.567 9.443 19.086 0.001 -0.013 -0.018
Si 33.857 12.195 19.122 -0.02 0.014 -0.004
Si 36.601 14.922 19.149 0.027 -0.015 -0.015
Si 39.347 1.423 19.123 0.003 -0.003 -0.039
Si 42.172 4.12 19.339 0.022 0.025 0
Si 39.356 6.785 19.303 -0.003 0.009 -0.017
Si 42.012 9.501 19.213 -0.007 -0.011 -0.027
Si 39.226 12.262 19.089 0.004 0.004 -0.034
Si 42.048 14.909 19.201 -0.013 -0.009 -0.031
Si 44.785 1.389 19.274 0.023 -0.008 -0.011
Si 47.577 4.056 19.266 0.003 0.003 -0.018
Si 44.782 6.772 19.409 -0.002 -0.019 -0.037
Si 47.523 9.433 19.311 -0.022 -0.027 -0.008
Si 44.748 12.231 19.247 -0.003 -0.007 -0.004
Si 47.54 14.942 19.169 0.009 -0.014 -0.031
Si 50.321 1.28 19.295 -0.019 0.032 0.008
Si 53.045 4.041 19.409 0.031 -0.001 -0.025
Si 50.245 6.806 19.381 0.013 -0.005 -0.024
Si 53.033 9.425 19.303 -0.024 0.006 -0.026
Si 50.385 12.275 19.153 0.008 0.056 -0.019
Si 53.03 14.93 19.261 -0.006 -0.052 0.007
Si 55.872 1.466 19.122 0.025 0.02 -0.021
Si 58.549 4.123 19.282 0.007 -0.019 -0.026
Si 55.744 6.714 19.354 -0.025 -0.03 0.003
Si 58.57 9.543 19.157 0.028 0.008 -0.034
Si 55.723 12.271 19.197 0.024 -0.021 -0.002
Si 58.592 14.961 19.106 -0.024 0.029 -0.011
Si 61.367 1.45 19.055 0.008 0.021 -0.021
Si 64.092 4.067 18.968 -0.016 0.006 -0.041
Si 61.307 6.785 19.148 0.027 0.01 -0.032
Si 63.991 9.475 19.098 -0.025 0.006 0.003
Si 61.247 12.267 19.151 0.004 -0.014 -0.01
Si 64.014 15.026 19.144 0.012 0.01 -0.017
Si 0.238 -0.03 20.529 0.037 -0.04 0.017
Si 2.876 2.785 20.16 -0.025 -0.009 0.042
Si 0.135 5.443 20.334 -0.012 -0.01 0.085
Si 2.876 8.142 20.247 0.022 0.012 0.051
Si 0.054 10.899 20.367 -0.007 0.01 0.051
Si 2.775 13.602 20.284 -0.009 0.028 0.069
Si 5.554 0.026 20.271 0.001 0.001 0.061
Si 8.261 2.722 20.287 0.002 -0.019 0.062
Si 5.558 5.501 20.12 -0.011 0.003 0.039
Si 8.273 8.213 20.24 -0.018 -0.009 0.033
Si 5.609 10.904 20.143 -0.023 -0.016 0.042
Si 8.314 13.591 20.112 0.009 0.004 0.06
Si 10.937 0.021 20.319 -0.019 -0.011 0.085
Si 13.667 2.784 20.32 0.015 0.01 0.086
Si 11.041 5.479 20.166 0.014 -0.005 0.055
Si 13.769 8.165 20.162 0.009 -0.009 0.055
Si 11.172 10.797 20.269 -0.015 -0.038 0.039
Si 13.732 13.693 20.402 -0.055 -0.016 0.055
Si 16.224 0.105 20.112 -0.036 0.056 0.032
Si 18.978 2.553 20.167 0.017 0.032 0.07
Si 16.495 5.396 20.207 -0.012 -0.014 0.033
Si 19.106 8.169 20.099 0.006 0.014 0.05
Si 16.452 10.94 20.28 -0.02 0.003 0.072
Si 19.017 13.553 19.915 0.029 -0.014 0.074
Si 21.698 -0.154 20.148 0.033 0.023 0.034
Si 24.442 2.692 20.015 0.008 -0.006 0.027
Si 21.716 5.292 20.269 -0.009 0.02 0.047
Si 24.336 8.127 20.327 0.013 0.053 0.056
Si 21.615 11.017 20.333 -0.004 -0.002 0.066
Si 24.462 13.614 20.156 -0.032 -0.014 0.062
Si 27.187 0.016 20.176 0.018 -0.012 0.055
Si 29.784 2.718 20.403 -0.026 -0.012 0.039
Si 27.011 5.43 20.034 -0.001 0.002 0.008
Si 29.853 8.123 20.454 -0.008 -0.02 0.047
Si 27.099 10.783 20.388 0.014 -0.007 0.074
Si 29.666 13.689 20.485 -0.009 0.038 0.017
Si 32.426 0.113 20.377 -0.043 0.017 0.064
Si 35.262 2.776 20.413 0.007 -0.004 0.03
Si 32.495 5.369 20.412 0.022 0.023 0.063
Si 35.13 8.159 20.448 0.013 0.016 0.039
Si 32.507 10.809 20.504 0.005 -0.001 0.04
Si 35.199 13.542 20.509 0.03 -0.019 0.038
Si 37.946 0.083 20.426 -0.001 -0.007 0.034
Si 40.762 2.692 20.527 -0.007 -0.044 0.053
Si 37.976 5.416 20.648 0.021 -0.002 0.039
Si 40.69 8.181 20.679 0.015 0.017 0.031
Si 37.892 10.838 20.401 0.014 -0.004 0.024
Si 40.509 13.635 20.485 -0.022 0.04 0.045
Si 43.398 -0.036 20.568 0 -0.001 0.054
Si 46.238 2.703 20.626 -0.014 -0.023 0.034
Si 43.455 5.418 20.913 0.015 0.029 0.02
Si 46.133 8.157 20.793 -0.007 0 0.028
Si 43.32 10.897 20.573 0 -0.001 0.046
Si 46.156 13.606 20.524 -0.003 0.012 0.051
Si 48.893 -0.068 20.588 -0.01 0.008 0.059
Si 51.715 2.517 20.726 0.016 0.023 0.024
Si 48.841 5.421 20.707 -0.015 0.014 0.029
Si 51.669 8.11 20.778 0.006 -0.013 0.042
Si 49.046 10.835 20.392 0.039 -0.025 0.036
Si 51.629 13.622 20.692 -0.02 -0.008 0.069
Si 54.545 0.022 20.36 0.003 0.004 0.023
Si 57.145 2.792 20.647 -0.029 0.032 0.037
Si 54.36 5.44 20.888 -0.03 0.023 0.042
Si 57.209 8.143 20.487 0.011 0.023 0.079
Si 54.354 10.886 20.575 -0.004 0.018 0.053
Si 57.19 13.62 20.468 -0.004 0.02 -0.008
Si 59.979 0.114 20.337 -0.023 -0.001 0.029
Si 62.852 2.694 20.4 0.027 -0.033 0.041
Si 59.99 5.454 20.602 0.01 -0.012 0.062
Si 62.687 8.12 20.543 0.002 -0.016 0.061
Si 59.948 10.895 20.569 -0.015 -0.017 0.036
Si 62.557 13.702 20.477 0.004 0.017 0.052
Si 1.212 14.496 21.816 0.292 0.44 -0.606
Si 4.452 1.727 21.48 -0.035 -0.215 -0.702
Si 1.385 3.9 21.562 0.098 0.163 -0.744
Si 4.53 7.061 21.518 -0.246 -0.088 -0.739
Si 1.808 9.804 21.468 -0.315 -0.255 -0.68
Si 4.064 12.061 21.424 0.191 0.276 -0.694
Si 7.158 15.103 21.461 -0.214 -0.086 -0.721
Si 9.297 1.079 21.643 0.221 0.262 -0.769
Si 6.639 3.946 21.457 0.211 0.062 -0.718
Si 9.852 6.999 21.446 -0.193 -0.132 -0.761
Si 6.665 9.36 21.527 0.255 0.092 -0.745
Si 9.891 12.384 21.348 -0.11 -0.071 -0.78
Si 11.965 14.724 21.684 0.377 0.191 -0.74
Si 15.208 1.606 21.643 -0.177 -0.17 -0.686
Si 12.691 4.545 21.552 -0.301 -0.359 -0.742
Si 15.056 6.706 21.466 0.271 0.222 -0.696
Si 12.215 9.083 21.645 0.16 0.382 -0.64
Si 15.569 12.727 21.578 -0.105 -0.04 -0.693
Si 17.671 14.964 21.114 -0.086 0.016 -0.52
Si 19.947 0.776 21.354 0.066 0.089 -0.712
Si 17.516 3.739 21.544 0.157 0.095 -0.774
Si 20.504 6.884 21.476 -0.158 -0.226 -0.749
Si 18.108 9.748 21.498 -0.263 0.028 -0.776
Si 19.95 12.279 21.635 0.372 0.063 -0.659
Si 23.355 15.17 21.493 -0.217 -0.185 -0.647
Si 25.539 1.136 21.342 0.159 0.111 -0.754
Si 23.409 4.159 21.468 -0.259 -0.019 -0.659
Si 25.522 6.461 21.481 0.058 0.258 -0.673
Si 22.601 9.237 21.506 0.302 0.153 -0.804
Si 25.783 12.316 21.555 -0.09 -0.175 -0.72
Si 28.679 15.49 21.79 -0.129 -0.365 -0.696
Si 31.005 1.308 21.873 0.213 0.188 -0.646
Si 28.418 4.309 21.463 -0.053 -0.345 -0.69
Si 30.819 6.351 21.715 0.239 0.377 -0.697
Si 28.712 9.693 21.78 -0.203 -0.136 -0.669
Si 30.825 12.015 21.62 0.034 -0.007 -0.617
Si 33.99 15.253 21.586 -0.243 -0.337 -0.71
Si 36.301 1.141 21.711 0.39 0.383 -0.662
Si 34.136 4.321 21.738 -0.209 -0.158 -0.802
Si 36.258 6.616 21.767 0.26 0.036 -0.694
Si 34.09 9.697 21.94 -0.254 -0.153 -0.686
Si 36.356 11.899 21.788 -0.007 0.239 -0.687
Si 39.374 15.244 21.828 -0.061 -0.183 -0.652
Si 41.738 1.012 21.879 0.123 0.067 -0.724
Si 39.425 3.997 21.914 -0.063 0.249 -0.744
Si 42.312 7.186 22.121 -0.191 -0.312 -0.768
Si 39.397 9.792 21.851 -0.053 -0.288 -0.676
Si 41.592 12.018 21.728 0.13 0.019 -0.728
Si 45.078 15.245 21.838 -0.053 -0.161 -0.709
Si 47.375 1.093 21.927 0.143 0.202 -0.718
Si 45.119 4.115 22.115 -0.253 0.007 -0.594
Si 47.219 6.497 22.141 0.126 0.086 -0.692
Si 44.506 9.45 21.993 0.217 0.074 -0.735
Si 47.808 12.342 21.577 -0.174 0.063 -0.734
Si 49.876 14.654 21.987 0.39 0.187 -0.684
Si 53.438 1.315 21.931 -0.306 -0.097 -0.62
Si 50.445 4.137 21.849 -0.189 -0.228 -0.766
Si 52.615 6.459 22.266 0.467 0.404 -0.639
Si 50.485 9.775 21.92 -0.059 -0.154 -0.662
Si 52.743 11.968 21.937 0.096 0.133 -0.652
Si 56.144 15.301 21.698 -0.11 -0.18 -0.709
Si 58.417 1.155 21.714 0.062 0.262 -0.656
Si 55.476 3.748 22.09 0.243 0.219 -0.686
Si 58.823 7.12 21.846 -0.071 -0.208 -0.707
Si 56.027 9.731 21.717 -0.237 -0.213 -0.746
Si 58.238 11.998 21.761 0.409 0.249 -0.725
Si 61.229 15.169 21.82 0.25 -0.026 -0.664
Si 64.497 1.642 21.8 -0.272 -0.201 -0.722
Si 61.714 4.227 21.704 -0.234 -0.027 -0.655
Si 63.874 6.478 21.786 0.115 0.203 -0.733
Si 61.11 9.285 21.863 0.156 0.182 -0.771
Si 64.061 12.41 21.687 -0.15 -0.262 -0.651
Si 3.957 0.379 24.145 0.136 0.04 0.045
Si 4.31 4.362 26.202 -0.006 -0.082 0.005
Si -0.242 9.439 25.82 -0.057 0.104 0.006
Si 4.326 10.312 25.972 -0.151 0.037 -0.102
Si 2.035 10.341 24.198 -0.009 -0.005 -0.084
Si 2.551 12.619 27.17 -0.08 0.078 -0.064
Si 7.356 1.933 28.494 -0.021 0.016 -0.014
Si 13.007 5.13 24.337 0.086 0.182 -0.135
Si 12.675 8.343 24.543 -0.041 -0.068 -0.23
Si 14.584 12.006 29.922 0.202 0.091 0.126
Si 6.517 12.284 25.612 -0.008 0.04 -0.084
Si 14.63 0.851 24.656 0.014 0.048 -0.167
Si 12.67 14.833 24.665 -0.153 0.069 -0.046
Si 17.391 1.578 25.251 -0.095 0.029 0.041
Si 9.102 2.392 24.385 -0.107 -0.034 -0.045
Si 18.124 6.678 26.093 0.012 0.08 -0.045
Si 12.045 6.93 28.929 -0.057 -0.04 0.029
Si 20.013 0.59 29.953 -0.065 -0.02 -0.031
Si 14.747 12.459 24.496 0.073 -0.014 -0.037
Si 21.533 4.984 27.784 0.057 0.074 0.056
Si 19.356 5.063 23.757 0.005 0.094 -0.138
Si 19.896 14.072 24.376 -0.036 -0.163 -0.204
Si 15.208 0.693 29.157 -0.111 0.008 0.112
Si 23.754 14.34 24.347 0.106 0.002 -0.076
Si 23.942 0.505 25.943 -0.005 0.059 0.058
Si 26.698 8.294 23.545 0.096 -0.037 -0.028
Si 20.604 6.654 29.939 -0.067 0.049 0.058
Si 22.038 12.301 25.722 0.067 0.056 -0.135
Si 22.755 9.728 24.573 -0.046 -0.118 -0.007
Si 26.659 2.944 23.651 -0.053 0.114 -0.122
Si 32.103 12.434 24.251 0.122 0.002 -0.075
Si 34.265 14.396 24.337 0.014 -0.026 -0.078
Si 23.158 5.288 30.099 0.009 -0.129 0.145
Si 25.272 10.673 23.869 -0.063 0.126 -0.076
Si 22.742 7.616 26.57 0.044 -0.05 0.023
Si 33.502 0.513 25.906 0.117 -0.034 -0.09
Si 37.907 14.576 26.688 0.001 0.156 -0.001
Si 34.374 0.444 28.806 -0.023 -0.096 0.143
Si 32.864 2.643 24.124 -0.171 0.036 -0.114
Si 37.862 8.086 23.946 0.056 0.111 -0.055
Si 31.537 6.653 24.812 -0.052 -0.129 0.049
Si 37.949 1.18 26.533 0.023 0.029 0.005
Si 43.541 2.238 24.185 0.184 -0.092 -0.092
Si 43.383 3.98 26.49 0.02 -0.003 -0.006
Si 36.552 3.81 26.134 -0.06 -0.066 0.011
Si 40.312 6.061 24.102 0.112 0.033 -0.116
Si 42.805 10.208 26.166 -0.079 0.1 -0.037
Si 44.514 0.02 26.377 -0.053 0.027 -0.072
Si 49.129 2.476 24.173 -0.016 -0.155 -0.044
Si 45.87 4.141 27.903 -0.004 0.026 -0.001
Si 51.419 2.724 31.18 0.031 -0.028 0.16
Si 46.158 11.277 23.899 -0.163 0.025 -0.151
Si 42.244 12.473 24.582 -0.002 -0.003 -0.095
Si 50.372 0.904 26.371 -0.061 0.062 -0.069
Si 56.179 1.175 26.081 0 0.02 -0.058
Si 59.916 2.918 23.72 0.03 -0.078 -0.012
Si 49.05 8.041 24.192 -0.004 0.093 -0.081
Si 58.66 9.609 26.061 -0.075 -0.007 0.081
Si 54.25 10.953 26.536 0.014 -0.068 -0.164
Si 49.09 12.75 27.009 0.061 -0.053 0.044
Si 60.552 11.993 25.79 0.02 -0.033 0.017
Si 57.638 6.706 28.213 0.004 0.012 0.086
Si 52.231 2.108 28.461 -0.023 -0.042 0.054
Si 52.832 8.264 27.399 0.014 -0.042 -0.018
Si 49.571 8.954 30.898 -0.049 -0.033 0.047
Si 58.757 15.701 25.895 -0.068 0.002 0.038
Si 63.03 0.242 24.119 0.015 -0.045 -0.091
Si 2.86 5.689 23.715 0.003 0.004 -0.097
Si 60.774 4.291 29.664 0.137 -0.012 -0.008
Si 1.961 0.134 26.405 -0.014 -0.124 0.008
Si 1.484 13.331 24.492 0.019 0.011 -0.055
Si 62.444 5.672 27.716 0.049 -0.01 0.135
Si 1.405 -0.017 30.852 0.063 0.041 0.144
Si 8.417 5.23 23.625 -0.029 -0.112 -0.206
Si -0.152 5.086 26.785 0.126 0.063 -0.018
Si 4.282 6.098 28.475 -0.01 0.103 -0.063
Si 0.365 10.83 28.355 0.06 -0.04 -0.099
Si 62.771 10.781 24.098 -0.085 0.031 -0.12
Si 5.177 8.967 28.446 -0.117 0.051 -0.03
Si 7.996 13.489 27.924 0.108 0.098 0.023
Si 10.315 15.872 31.006 0.006 0.088 0.009
Si 10.733 13.144 26.483 -0.025 -0.143 -0.035
Si 10.085 5.369 30.852 0.084 -0.099 0.052
Si 1.931 2.896 27.691 0.144 0.154 -0.03
Si 6.218 2.053 25.565 0.023 0.03 0.002
Si 15.218 3.596 25.462 0.065 -0.009 -0.11
Si 8.277 10.927 23.66 -0.135 0.014 -0.088
Si 16.219 10.016 28.404 -0.044 0.073 -0.083
Si 6.387 15.568 29.608 0.053 -0.101 0.1
Si 11.456 4.932 26.851 -0.109 0.013 0.032
Si 20.122 0.875 24.184 -0.042 -0.003 0.037
Si 17.397 13.402 25.979 0.1 0.023 0.154
Si 26.664 0.292 27.431 0.036 0.077 0.079
Si 24.857 12.091 30.443 0.156 -0.03 -0.002
Si 16.424 8.383 30.673 0.023 -0.104 0.006
Si 22.911 0.765 28.777 0.001 0.035 0.14
Si 23.067 14.347 30.091 0.022 0.019 0.088
Si 17.751 1.966 28.126 0.067 -0.043 0.179
Si 16.257 5.415 30.9 -0.013 -0.025 0.055
Si 21.27 3.326 25.402 -0.017 0.037 -0.08
Si 21.42 12.128 28.69 0.049 0.004 -0.075
Si 28.238 2.551 26.241 -0.073 0.095 0.075
Si 23.851 3.037 24.24 0.085 0.08 -0.085
Si 30.607 3.183 28.924 -0.045 0.046 0.128
Si 26.181 5.797 30.339 -0.038 -0.03 0.152
Si 33.469 4.785 26.079 -0.01 -0.125 -0.023
Si 27.493 12.03 25.595 -0.106 -0.069 -0.053
Si 38.102 15.672 30.57 -0.058 0.071 0.063
Si 32.305 -0.242 31.08 0.062 -0.129 0.129
Si 28.821 9.903 29.908 -0.05 -0.016 0.186
Si 41.074 12.435 27.058 0.085 -0.139 -0.052
Si 32.613 10.444 27.373 0.012 -0.079 -0.051
Si 25.89 8.23 26.654 -0.146 0.029 -0.103
Si 37.766 2.384 23.936 -0.004 0.018 0.011
Si 34.076 6.016 28.871 -0.147 0.118 -0.117
Si 43.292 5.321 30.977 0.064 -0.086 0.203
Si 37.121 5.834 28.277 -0.043 0.076 -0.003
Si 43.167 14.207 28.264 0.233 -0.105 0.052
Si 36.001 14.161 29.037 0.038 0.065 -0.028
Si 39.849 15.984 28.236 -0.053 0.081 -0.042
Si 43.329 13.528 31.141 -0.134 0.025 0.032
Si 51.612 6.742 25.142 0.085 -0.002 -0.11
Si 41.173 5.654 27.082 0.001 0.045 -0.039
Si 44.766 14.021 24.616 0.021 -0.008 -0.012
Si 50.201 14.471 24.986 -0.058 0.167 -0.165
Si 47.423 13.62 29.389 0.009 0.081 0.044
Si 48.656 3.13 26.925 0.102 -0.059 -0.069
Si 54.413 15.765 24.079 -0.087 0.044 -0.095
Si 45.192 9.401 27.65 0.04 -0.004 -0.038
Si 40.721 8.476 27.41 0.041 0.22 0.11
Si 46.655 8.409 31.262 -0.05 0.054 0.276
Si 53.032 13.207 24.735 0.126 0.015 -0.143
Si 51.447 13.465 28.988 0.017 -0.009 -0.102
Si 58.626 5.506 24.306 0.009 0.062 -0.026
Si 51.363 7.067 29.754 0.096 -0.149 0.154
Si 60.986 9.241 30.351 0.006 0.01 0.086
Si 55.929 9.127 24.718 0.063 -0.009 0.036
Si 56.162 11.198 31.029 0.035 -0.045 0.134
Si 60.96 1.406 25.933 0.028 -0.004 0.083
Si 62.343 6.563 30.396 0.036 -0.007 0.154
Si 60.132 6.965 26.414 -0.109 -0.045 0.01
Si 59.276 13.784 23.831 -0.005 0.03 0.008
Si 53.898 4.502 31.356 -0.005 -0.087 0.044
Si 63.031 14.194 28.559 0.053 0.068 -0.001
Si 63.839 0.332 30.279 -0.024 0.052 0.06
Si 3.373 15.07 28.676 -0.006 0.029 0.081
Si 4.484 4.834 31.193 -0.041 0.063 0.127
Si 1.617 9.066 30.416 -0.073 0.14 0.057
Si 1.318 6.289 28.998 0.051 -0.027 0.014
Si 64.678 14.594 25.951 -0.044 0.061 -0.043
Si 5.276 13.949 23.586 0.005 -0.034 -0.117
Si 10.309 9.31 28.492 -0.034 0.008 0.045
Si 7.928 4.749 28.917 -0.082 0.183 0.057
Si 7.908 7.746 28.594 -0.024 -0.265 0.161
Si 0.255 6.783 24.462 -0.074 -0.009 -0.075
Si 4.365 10.163 30.955 0.012 0.098 0.114
Si 12.203 0.742 28.934 0.073 -0.018 0.085
Si 18.783 14.23 30.714 0.124 0.044 0.174
Si 10.297 10.174 25.618 0.188 0.157 -0.006
Si 16.54 4.707 27.935 0.018 -0.058 -0.023
Si 9.156 13.215 30.587 0.019 -0.053 0.022
Si 10.241 2.173 27.276 -0.166 0.032 -0.044
Si 13.517 2.037 31.082 0.023 0.064 -0.025
Si 16.652 8.261 23.746 0.05 -0.159 -0.071
Si 14.967 9.786 25.545 -0.028 -0.004 0.092
Si 8.7 6.01 26.377 0.013 -0.044 0.058
Si 11.52 12.052 29.316 -0.165 0.02 -0.195
Si 13.406 8.177 31.18 -0.169 0.072 -0.03
Si 18.767 11.345 27.738 -0.004 -0.031 0.055
Si 26.51 10.996 28.149 0.077 -0.049 0.032
Si 26.875 14.164 23.659 -0.108 0.055 -0.082
Si 20.141 8.515 27.77 -0.052 -0.098 0.054
Si 22.176 10.568 30.971 -0.057 -0.025 -0.077
Si 16.477 14.211 28.837 -0.037 0.086 -0.031
Si 29.601 14.554 30.574 0.072 -0.075 0.202
Si 31.174 11.779 30.606 0.028 0.045 0.02
Si 25.569 1.025 30.106 -0.068 0.014 -0.027
Si 28.009 7.269 28.606 -0.054 0.071 0.009
Si 30.211 12.218 26.421 0.061 0.027 -0.005
Si 29.015 14.819 27.737 -0.025 -0.012 -0.161
Si 32.224 4.768 31.063 -0.11 0.056 0.043
Si 32.604 9.42 24.645 0.187 -0.046 -0.193
Si 27.743 3.354 30.191 0.147 -0.041 0.112
Si 30.736 0.94 27.012 -0.097 0.093 0.11
Si 33.618 9.005 29.74 0.008 -0.078 0.151
Si 34.077 11.736 29.276 -0.029 0.021 0.055
Si 37.348 13.821 23.871 0.023 0.018 -0.183
Si 37.616 4.665 30.959 -0.007 -0.005 0.076
Si 29.649 5.173 26.965 -0.057 0.048 -0.184
Si 41.762 3.576 28.81 -0.046 -0.068 0.006
Si 38.491 11.474 31.468 0.071 0.141 0.25
Si 36.556 1.717 30.539 -0.001 0.099 0.151
Si 47.179 0.013 30.376 -0.01 -0.089 0.083
Si 51.317 4.765 27.518 -0.049 0.12 -0.045
Si 45.016 1.598 28.938 -0.159 -0.092 -0.041
Si 39.085 10.671 28.463 0.028 -0.163 0.077
Si 37.894 8.55 26.849 -0.035 -0.008 -0.03
Si 42.045 0.938 29.884 -0.037 -0.01 0.156
Si 54.034 12.072 29.147 -0.087 0.072 0.099
Si 56.826 16.027 31.081 -0.037 0.026 0.166
Si 55.25 1.493 28.979 0.048 -0.004 0.054
Si 47.798 9.986 26.263 0.132 0.104 -0.063
Si 45.213 6.924 29.108 -0.138 -0.144 0.048
Si 44.959 12.015 29.249 -0.064 0.121 -0.138
Si 60.256 13.971 27.94 -0.047 0.021 -0.132
Si 59.56 15.222 30.353 0.016 0.085 0.155
Si 56.213 4.355 29.737 -0.018 0.048 0.164
Si 58.597 4.817 31.343 -0.007 -0.026 0.107
Si 49.649 15.059 30.459 0.059 -0.009 0.014
Si 58.092 9.469 29.141 0.001 -0.025 0.028
Si 56.145 4.263 25.183 -0.072 -0.1 -0.132
Si 1.835 3.685 30.604 -0.001 0.076 -0.037
Si 51.752 11.098 30.606 0.035 -0.089 0.157
Si 61.252 1.373 29.112 0.018 -0.129 0.064
Si 55.222 6.774 26.394 0.053 -0.094 0.028
Si 63.151 11.498 30.082 -0.123 0.01 0.094
Si 1.296 14.954 5.366 0.007 -0.011 -0.002
Si 4.007 1.347 5.318 0 0.001 -0.004
Si 1.274 4.082 5.387 0.003 -0.003 -0.004
Si 3.987 6.8 5.347 0.002 0.006 0.011
Si 1.261 9.531 5.409 0.01 -0.007 0.005
Si 3.993 12.257 5.36 0.01 0.005 0.002
Si 6.759 14.977 5.323 0.002 -0.002 -0.006
Si 9.435 1.383 5.271 -0.005 0.002 -0.007
Si 6.746 4.052 5.272 0.013 0.013 0.008
Si 9.461 6.806 5.309 0.004 0.02 0.007
Si 6.747 9.562 5.284 0 0.003 0.007
Si 9.473 12.277 5.252 -0.004 0.015 0
Si 12.198 14.975 5.26 0.001 0.018 -0.011
Si 14.961 1.36 5.312 0 0.009 0.011
Si 12.224 4.132 5.28 -0.016 -0.006 0.004
Si 14.951 6.84 5.219 0.007 0.021 -0.004
Si 12.235 9.519 5.29 -0.001 -0.012 0
Si 15.007 12.185 5.309 -0.003 -0.013 0.012
Si 17.758 14.976 5.295 0.002 -0.007 0.004
Si 20.441 1.387 5.263 -0.014 -0.007 0.009
Si 17.735 4.13 5.272 0.004 -0.027 0.018
Si 20.449 6.837 5.232 -0.019 0.003 -0.003
Si 17.737 9.533 5.186 -0.012 -0.012 0.012
Si 20.468 12.236 5.218 -0.025 0.006 -0.004
Si 23.193 14.952 5.242 0.021 -0.013 -0.008
Si 25.903 1.347 5.338 0.003 0.023 0.002
Si 23.21 4.069 5.289 -0.005 -0.006 0.003
Si 25.922 6.777 5.296 -0.006 0 0.004
Si 23.214 9.512 5.244 0.007 -0.005 -0.004
Si 25.888 12.231 5.316 -0.012 0.018 0.008
Si 28.66 14.915 5.393 0.007 -0.007 0.003
Si 31.339 1.351 5.486 -0.006 0.027 0.007
Si 28.616 4.072 5.425 0.012 0.015 0.002
Si 31.366 6.796 5.496 -0.009 -0.002 0.005
Si 28.663 9.466 5.345 0.016 0.004 0.003
Si 31.391 12.172 5.42 0 0.021 0.009
Si 34.124 14.849 5.528 0.011 -0.022 0.011
Si 36.851 1.333 5.52 -0.01 -0.003 0.014
Si 34.111 4.053 5.474 0 -0.015 0.01
Si 36.8 6.791 5.471 -0.019 0.008 0.002
Si 34.121 9.489 5.477 -0.002 -0.002 -0.005
Si 36.849 12.182 5.49 0.002 -0.01 -0.001
Si 39.526 14.929 5.523 0.01 0.014 -0.006
Si 42.174 1.347 5.547 -0.013 0.008 0.006
Si 39.544 4.012 5.479 -0.004 -0.036 -0.017
Si 42.197 6.758 5.521 0.022 0.016 -0.013
Si 39.504 9.476 5.478 0.01 0.004 -0.009
Si 42.16 12.229 5.619 -0.003 0.012 -0.003
Si 44.884 14.975 5.655 0.011 0.01 0.013
Si 47.556 1.387 5.666 -0.01 0.018 0.004
Si 44.895 4.055 5.566 -0.002 -0.003 0.001
Si 47.606 6.733 5.641 0.018 -0.012 0.01
Si 44.875 9.445 5.74 0.004 0.001 0.028
Si 47.603 12.25 5.787 -0.007 -0.003 0.017
Si 50.327 15.021 5.72 -0.014 -0.012 0.01
Si 52.935 1.395 5.64 -0.005 0.026 -0.012
Si 50.268 4.088 5.665 -0.001 0.014 -0.01
Si 52.992 6.821 5.669 -0.001 0 -0.004
Si 50.314 9.512 5.679 0 -0.009 -0.009
Si 53.011 12.229 5.708 0.016 0.001 0.011
Si 55.694 14.951 5.708 -0.007 -0.008 0.018
Si 58.388 1.396 5.633 -0.023 -0.002 0.005
Si 55.652 4.162 5.603 0.009 0.011 0.005
Si 58.36 6.813 5.561 -0.022 -0.012 -0.001
Si 55.669 9.541 5.618 0.01 0.013 -0.006
Si 58.377 12.244 5.645 0.021 0.011 0.009
Si 61.124 14.956 5.592 0.002 -0.028 0.015
Si 63.843 1.37 5.492 -0.01 0.005 0.004
Si 61.094 4.105 5.54 0.001 -0.011 0.012
Si 63.816 6.815 5.458 0.001 0.001 0.002
Si 61.13 9.528 5.546 0 -0.008 0.007
Si 63.827 12.259 5.444 -0.002 -0.016 0.005
Si 2.665 0.001 6.717 0.011 -0.001 0.003
Si 5.387 2.714 6.665 0.004 -0.01 -0.011
Si 2.644 5.45 6.735 -0.002 0.008 -0.001
Si 5.39 8.182 6.659 -0.004 -0.002 -0.008
Si 2.658 10.887 6.739 -0.004 -0.004 -0.004
Si 5.382 13.625 6.686 -0.004 0.007 0.003
Si 8.119 0.02 6.669 -0.009 -0.009 0.006
Si 10.839 2.746 6.605 0.003 0.015 -0.007
Si 8.099 5.432 6.644 0.009 -0.01 0.003
Si 10.861 8.16 6.639 0.01 -0.003 0.002
Si 8.124 10.912 6.638 0.009 -0.007 -0.011
Si 10.846 13.616 6.627 -0.003 -0.011 -0.005
Si 13.574 0.002 6.63 0.004 -0.003 0.006
Si 16.355 2.746 6.611 0.008 -0.001 -0.002
Si 13.606 5.484 6.613 -0.001 -0.006 -0.002
Si 16.354 8.182 6.563 0.005 0.004 -0.006
Si 13.611 10.859 6.65 0.014 -0.002 0.007
Si 16.361 13.602 6.617 -0.006 -0.001 -0.007
Si 19.107 0.016 6.641 -0.012 0.001 0.006
Si 21.823 2.716 6.629 0.001 -0.001 0.001
Si 19.092 5.485 6.617 -0.01 0.021 -0.002
Si 21.827 8.168 6.599 -0.002 -0.006 0.002
Si 19.083 10.889 6.574 0 -0.001 -0.001
Si 21.816 13.596 6.598 0 0.008 0
Si 24.537 -0.033 6.656 0 -0.013 0.001
Si 27.233 2.706 6.734 -0.009 0.008 0.001
Si 24.547 5.434 6.659 0.002 0.002 0.004
Si 27.28 8.118 6.688 -0.003 -0.019 -0.01
Si 24.533 10.861 6.654 0.004 0.007 -0.002
Si 27.255 13.567 6.702 0.001 -0.007 0.003
Si 29.978 -0.036 6.792 -0.011 -0.006 -0.007
Si 32.723 2.704 6.822 -0.001 0.007 0.005
Si 29.993 5.407 6.796 0.001 -0.007 0.004
Si 32.734 8.151 6.833 -0.008 0.002 0.002
Si 29.995 10.825 6.744 0.012 0.006 -0.001
Si 32.716 13.522 6.836 -0.004 -0.012 -0.005
Si 35.469 -0.052 6.848 0.006 -0.007 -0.007
Si 38.176 2.7 6.886 -0.008 0.001 0.005
Si 35.443 5.428 6.84 -0.002 0.003 -0.003
Si 38.147 8.132 6.861 -0.005 -0.001 -0.009
Si 35.457 10.85 6.851 -0.009 0.006 -0.005
Si 38.162 13.563 6.877 0.003 -0.013 -0.002
Si 40.839 -0.021 6.921 -0.009 0.011 -0.006
Si 43.528 2.703 6.933 -0.005 0.001 -0.005
Si 40.853 5.389 6.885 -0.005 -0.003 -0.011
Si 43.49 8.079 7.008 0.01 0.013 0.007
Si 40.796 10.841 6.925 -0.012 0.01 -0.004
Si 43.524 13.585 6.987 -0.002 -0.003 -0.01
Si 46.227 0.007 7.031 0.001 -0.011 -0.009
Si 48.914 2.738 7.035 -0.006 -0.003 -0.007
Si 46.236 5.386 6.992 0.011 -0.009 -0.011
Si 48.939 8.133 7.008 0 0 -0.008
Si 46.222 10.853 7.072 0.002 -0.006 -0.002
Si 48.982 13.626 7.081 0.008 -0.012 -0.005
Si 51.64 0.06 7.083 -0.012 -0.001 -0.009
Si 54.329 2.756 6.97 0.005 0.008 -0.005
Si 51.635 5.447 7.018 -0.002 -0.007 0
Si 54.344 8.186 7.017 0.003 -0.003 -0.009
Si 51.649 10.871 7.058 0.003 0.009 -0.008
Si 54.359 13.589 7.068 0.012 -0.011 0.001
Si 57.055 0.027 7.011 0.009 0.006 -0.003
Si 59.777 2.748 6.948 -0.004 0.002 0.001
Si 57.04 5.471 6.974 -0.006 -0.005 0
Si 59.747 8.177 6.903 0.004 0.02 -0.012
Si 57.037 10.875 6.998 0 0.009 -0.006
Si 59.77 13.605 6.962 0.006 0.003 0.002
Si 62.497 0.026 6.89 -0.003 0.015 -0.003
Si -0.05 2.735 6.804 -0.003 -0.001 0
Si 62.479 5.467 6.861 0 0.001 0
Si -0.08 8.174 6.796 0.001 0.005 0.001
Si 62.509 10.899 6.863 -0.005 0 -0.001
Si -0.056 13.613 6.774 0 0.01 -0.008
Si 1.33 1.361 8.12 0.01 0.003 -0.007
Si 4.046 4.087 8.052 0.003 0.003 -0.008
Si 1.305 6.808 8.125 -0.001 -0.008 0
Si 4.044 9.523 8.065 -0.005 -0.006 -0.001
Si 1.314 12.247 8.122 0.008 -0.011 -0.002
Si 4.04 14.974 8.073 0 -0.006 0
Si 6.756 1.368 8.033 -0.006 -0.007 0.004
Si 9.491 4.091 7.993 -0.005 -0.009 0
Si 6.762 6.815 8.01 0.003 0.004 -0.003
Si 9.502 9.543 7.983 0.011 0.006 -0.006
Si 6.764 12.255 8.021 -0.005 0.004 -0.008
Si 9.499 14.975 8.002 0.017 0.013 0
Si 12.216 1.385 7.964 0 -0.002 0.002
Si 14.977 4.108 7.952 0.006 0.014 -0.001
Si 12.237 6.812 7.989 -0.003 0.004 0.009
Si 14.994 9.506 7.971 -0.014 -0.009 0.003
Si 12.232 12.249 7.968 0.007 0.006 -0.004
Si 14.965 14.957 7.958 -0.011 -0.01 0.008
Si 17.708 1.37 7.965 -0.002 -0.005 -0.003
Si 20.447 4.092 7.962 0.003 0 -0.014
Si 17.702 6.826 7.949 -0.001 0.002 0.007
Si 20.444 9.528 7.943 -0.006 -0.001 -0.004
Si 17.727 12.239 7.958 0 0.004 -0.008
Si 20.461 14.953 7.975 -0.009 0.007 -0.003
Si 23.165 1.341 7.998 -0.011 0.005 -0.008
Si 25.876 4.079 8.061 -0.002 -0.01 -0.002
Si 23.164 6.8 7.983 0.006 0.006 -0.004
Si 25.9 9.498 8.013 -0.001 0.01 -0.007
Si 23.161 12.234 7.983 0.005 -0.002 -0.003
Si 25.892 14.943 8.039 -0.006 0.003 -0.002
Si 28.597 1.344 8.102 -0.001 0.002 -0.008
Si 31.35 4.06 8.165 -0.005 -0.001 0.007
Si 28.611 6.78 8.104 0.008 0.003 -0.004
Si 31.345 9.505 8.153 0.011 0.004 -0.003
Si 28.615 12.207 8.066 -0.001 0.003 -0.007
Si 31.345 14.922 8.144 0 -0.003 -0.001
Si 34.075 1.322 8.173 -0.006 0.001 -0.006
Si 36.79 4.066 8.215 0.002 -0.004 -0.006
Si 34.068 6.775 8.198 -0.004 -0.003 -0.003
Si 36.786 9.486 8.231 0 0.013 -0.001
Si 34.075 12.192 8.208 0.001 0.018 0.007
Si 36.797 14.923 8.237 0.004 0.009 -0.001
Si 39.487 1.338 8.283 0.011 -0.003 0
Si 42.185 4.062 8.303 0.022 0.002 -0.002
Si 39.482 6.761 8.239 -0.01 -0.005 -0.007
Si 42.145 9.491 8.32 -0.012 -0.027 -0.003
Si 39.466 12.21 8.292 -0.004 0.002 0.001
Si 42.169 14.952 8.329 0.003 -0.001 -0.002
Si 44.859 1.366 8.36 0.015 0.005 0.001
Si 47.569 4.072 8.408 0.006 0 0.003
Si 44.88 6.752 8.358 -0.013 0.002 -0.002
Si 47.597 9.491 8.397 0.005 0.019 0
Si 44.853 12.228 8.386 -0.008 -0.009 -0.002
Si 47.581 14.968 8.406 -0.004 0.007 -0.008
Si 50.262 1.389 8.424 -0.006 -0.008 -0.002
Si 52.992 4.089 8.375 -0.013 -0.008 -0.006
Si 50.286 6.794 8.393 -0.002 0.002 0
Si 53.002 9.518 8.412 0.002 0.002 0.007
Si 50.311 12.24 8.428 -0.004 0.01 0.005
Si 53.001 14.976 8.406 0.008 -0.005 -0.01
Si 55.688 1.392 8.349 0.004 -0.01 -0.002
Si 58.41 4.098 8.31 -0.009 -0.014 -0.002
Si 55.71 6.823 8.362 0.019 0.018 0.003
Si 58.424 9.519 8.318 -0.011 -0.003 0.006
Si 55.719 12.231 8.401 -0.008 0.006 0.003
Si 58.436 14.979 8.336 0.012 0 -0.007
Si 61.154 1.38 8.274 0.009 0.008 0
Si 63.871 4.095 8.182 0.005 -0.001 -0.002
Si 61.127 6.815 8.244 -0.007 -0.02 -0.007
Si 63.874 9.53 8.197 -0.002 -0.004 -0.005
Si 61.155 12.233 8.266 -0.015 -0.009 -0.004
Si 63.885 14.963 8.187 0.001 0.003 -0.009
Si -0.018 0.013 9.513 0.005 0.002 -0.001
Si 2.705 2.734 9.45 0.006 -0.014 0
Si -0.036 5.459 9.52 0.001 0.007 -0.002
Si 2.695 8.172 9.451 0.002 -0.001 0
Si -0.026 10.895 9.521 -0.002 0 0
Si 2.697 13.611 9.454 0.007 0.02 -0.004
Si 5.417 0.011 9.414 -0.009 0.008 -0.002
Si 8.143 2.731 9.364 -0.001 0.002 -0.007
Si 5.418 5.457 9.395 -0.004 0.006 -0.001
Si 8.149 8.176 9.352 0.003 -0.003 -0.004
Si 5.422 10.892 9.403 0.002 -0.001 -0.005
Si 8.143 13.612 9.367 -0.006 0.001 -0.002
Si 10.875 0.018 9.338 -0.004 -0.002 0.009
Si 13.604 2.743 9.302 -0.008 0.005 -0.004
Si 10.875 5.447 9.34 0.011 -0.003 0.001
Si 13.619 8.163 9.331 0.016 -0.008 0.006
Si 10.877 10.893 9.338 -0.001 -0.008 -0.001
Si 13.604 13.604 9.319 -0.002 0 0.01
Si 16.332 0.005 9.307 0.004 0.01 0.006
Si 19.073 2.728 9.312 -0.009 -0.002 -0.006
Si 16.342 5.46 9.308 -0.001 -0.002 0.002
Si 19.073 8.174 9.304 -0.008 0.003 0.001
Si 16.353 10.883 9.312 0.002 0.003 -0.002
Si 19.08 13.597 9.319 0.001 -0.003 0.002
Si 21.801 -0.013 9.351 0.015 -0.019 0.005
Si 24.507 2.701 9.38 0.001 0.004 0.002
Si 21.801 5.437 9.333 -0.004 0 -0.002
Si 24.522 8.146 9.358 -0.003 -0.015 -0.003
Si 21.792 10.875 9.328 -0.008 0.013 -0.001
Si 24.515 13.579 9.367 0.004 -0.005 0.005
Si 27.231 -0.024 9.429 -0.004 0 0
Si 29.961 2.693 9.48 0.007 -0.005 -0.001
Si 27.237 5.421 9.436 -0.006 -0.002 -0.001
Si 29.967 8.136 9.475 0.001 0 -0.001
Si 27.244 10.848 9.402 0.008 -0.006 -0.002
Si 29.957 13.561 9.46 -0.004 0.004 0.002
Si 32.692 -0.032 9.514 0.001 -0.006 0
Si 35.413 2.694 9.551 0.003 0.002 -0.003
Si 32.692 5.42 9.539 -0.001 -0.002 0.006
Si 35.407 8.133 9.579 -0.004 -0.007 0
Si 32.687 10.848 9.54 -0.009 -0.005 -0.001
Si 35.407 13.572 9.575 -0.008 -0.002 -0.002
Si 38.119 -0.028 9.626 -0.004 -0.003 -0.005
Si 40.825 2.701 9.662 -0.006 -0.007 0
Si 38.117 5.419 9.609 -0.005 -0.002 0.001
Si 40.794 8.121 9.66 0.004 0.016 -0.002
Si 38.098 10.851 9.634 -0.008 0.012 0.004
Si 40.808 13.576 9.672 0 -0.006 0
Si 43.511 -0.011 9.713 -0.007 -0.001 -0.006
Si 46.211 2.705 9.752 0 0.003 0.003
Si 43.519 5.404 9.712 0.011 -0.015 0.002
Si 46.221 8.131 9.735 0.009 -0.004 -0.008
Si 43.491 10.849 9.713 0 0.018 0.001
Si 46.218 13.589 9.746 0.004 -0.007 -0.006
Si 48.925 0.005 9.779 -0.003 0.008 -0.002
Si 51.645 2.739 9.762 -0.008 0.01 -0.004
Si 48.929 5.439 9.76 -0.008 0.002 -0.003
Si 51.642 8.15 9.762 -0.002 0.004 -0.006
Si 48.941 10.864 9.765 0.003 -0.006 0.003
Si 51.659 13.608 9.781 -0.001 -0.008 0
Si 54.367 0.021 9.744 -0.005 0.006 -0.003
Si 57.07 2.741 9.694 0.005 0.007 0.004
Si 54.357 5.452 9.726 0.005 -0.005 -0.01
Si 57.08 8.173 9.709 0.003 0.001 0.002
Si 54.361 10.88 9.764 0.018 0.002 0.002
Si 57.091 13.615 9.715 0.006 -0.007 -0.006
Si 59.809 0.025 9.661 -0.003 0.001 0.001
Si 62.535 2.748 9.589 -0.003 -0.003 0.002
Si 59.791 5.46 9.64 -0.01 0.001 -0.002
Si 62.513 8.178 9.575 -0.009 0.021 -0.001
Si 59.802 10.887 9.649 0.015 0.007 -0.001
Si 62.533 13.614 9.58 0 -0.001 -0.008
Si 1.355 14.964 10.843 0.002 -0.011 -0.002
Si 4.08 1.374 10.791 0.011 -0.006 0.001
Si 1.353 4.089 10.838 0 0 -0.004
Si 4.075 6.811 10.785 -0.005 -0.003 -0.001
Si 1.355 9.527 10.846 0.012 -0.007 0.001
Si 4.079 12.25 10.79 -0.01 -0.007 0.002
Si 6.798 14.969 10.748 -0.011 0.008 0.001
Si 9.519 1.371 10.707 -0.003 0.001 0
Si 6.804 4.099 10.736 0.007 -0.009 -0.004
Si 9.529 6.82 10.702 0.001 0.005 -0.001
Si 6.806 9.532 10.741 -0.003 -0.002 -0.001
Si 9.522 12.25 10.707 0.003 0.009 -0.006
Si 12.247 14.971 10.678 0.007 0.006 0.001
Si 14.966 1.374 10.654 -0.005 -0.001 0.001
Si 12.253 4.091 10.685 -0.003 0 0.007
Si 14.982 6.804 10.679 -0.011 -0.003 0.005
Si 12.257 9.532 10.681 0.008 0.006 0.002
Si 14.98 12.243 10.661 -0.002 -0.004 0.001
Si 17.7 14.961 10.659 -0.004 -0.009 -0.002
Si 20.42 1.359 10.679 -0.009 0.006 -0.005
Si 17.696 4.083 10.656 0.003 0.012 -0.003
Si 20.425 6.801 10.663 -0.002 -0.007 -0.004
Si 17.711 9.524 10.669 0.007 0.004 -0.003
Si 20.429 12.23 10.683 0.002 0 0
Si 23.15 14.943 10.714 0.002 0.015 0.005
Si 25.86 1.347 10.757 -0.002 0.002 -0.001
Si 23.14 4.073 10.712 -0.003 -0.003 0
Si 25.859 6.792 10.752 0 0.004 -0.001
Si 23.149 9.512 10.694 0.008 0.004 -0.002
Si 25.873 12.218 10.732 -0.001 0.003 -0.006
Si 28.593 14.938 10.792 0.001 -0.001 0
Si 31.314 1.333 10.849 -0.007 0.002 0.002
Si 28.59 4.067 10.812 -0.001 0.006 0.004
Si 31.31 6.786 10.864 0 0 0.008
Si 28.589 9.506 10.796 0.002 0.004 -0.003
Si 31.3 12.217 10.854 0.007 0.015 0
Si 34.03 14.941 10.905 0.008 0.002 0.004
Si 36.743 1.343 10.954 0.001 -0.011 -0.002
Si 34.044 4.055 10.903 0.002 -0.009 0
Si 36.748 6.776 10.961 0.004 -0.002 -0.002
Si 34.025 9.493 10.919 -0.01 0.011 0.003
Si 36.727 12.216 10.974 -0.009 -0.001 0.002
Si 39.443 14.938 11.024 0.001 0.008 0.002
Si 42.153 1.351 11.064 0.01 0.007 0.003
Si 39.453 4.068 11.002 0.004 0.004 -0.001
Si 42.151 6.779 11.046 0.009 0.006 -0.002
Si 39.441 9.494 11.013 -0.013 -0.008 -0.004
Si 42.142 12.221 11.067 -0.007 -0.004 0
Si 44.857 14.952 11.098 0.007 0.002 0
Si 47.563 1.356 11.132 -0.002 -0.011 0.002
Si 44.861 4.066 11.108 0.005 -0.001 0.006
Si 47.571 6.79 11.123 0.007 -0.001 0
Si 44.855 9.499 11.084 -0.007 0.006 -0.005
Si 47.569 12.224 11.114 -0.004 0.003 0.001
Si 50.288 14.961 11.134 -0.009 -0.005 -0.003
Si 53.007 1.37 11.114 -0.004 -0.012 0.002
Si 50.29 4.09 11.127 -0.001 -0.003 0.004
Si 53.006 6.792 11.115 -0.004 -0.001 -0.001
Si 50.292 9.505 11.134 0.006 0.007 0.002
Si 53.012 12.239 11.135 0.008 0.008 0.002
Si 55.738 14.972 11.088 0.014 -0.005 -0.003
Si 58.449 1.378 11.033 -0.003 -0.009 0
Si 55.724 4.094 11.077 0 -0.006 -0.003
Si 58.45 6.805 11.04 -0.004 0 0.004
Si 55.733 9.52 11.097 -0.003 0.007 0.004
Si 58.463 12.244 11.041 0.006 -0.004 -0.001
Si 61.187 14.966 10.976 0.004 0.007 0
Si 63.915 1.367 10.902 0.006 -0.001 -0.002
Si 61.174 4.097 10.969 0.001 -0.002 -0.003
Si 63.894 6.814 10.908 -0.008 -0.011 -0.003
Si 61.174 9.523 10.978 -0.016 -0.006 0
Si 63.904 12.244 10.909 0.002 -0.003 -0.001
Si 2.736 0.012 12.167 -0.001 0.01 -0.002
Si 5.467 2.736 12.118 -0.006 0.01 -0.004
Si 2.732 5.455 12.17 0.003 0.003 0.001
Si 5.457 8.178 12.12 -0.004 -0.002 0.003
Si 2.731 10.899 12.175 0.004 0.004 -0.001
Si 5.46 13.61 12.133 0.002 0.008 -0.001
Si 8.177 0.011 12.083 -0.001 -0.004 -0.001
Si 10.898 2.729 12.047 -0.003 -0.007 -0.002
Si 8.186 5.458 12.074 -0.006 0 -0.003
Si 10.91 8.172 12.053 0.002 -0.008 0
Si 8.185 10.89 12.09 0 -0.005 0.004
Si 10.893 13.615 12.048 -0.004 -0.003 0.003
Si 13.617 0.013 12.02 -0.007 0.002 0.007
Si 16.326 2.73 12.015 0.001 -0.001 0.003
Si 13.624 5.449 12.04 0.011 0.006 0.005
Si 16.345 8.17 12.025 0.003 -0.005 0
Si 13.624 10.892 12.028 0.002 -0.002 0.009
Si 16.34 13.601 12.016 0 0.006 0.006
Si 19.049 0.001 12.026 0.002 0.004 0.004
Si 21.771 2.71 12.05 0.009 0.006 0.009
Si 19.057 5.437 12.005 -0.005 -0.006 -0.003
Si 21.782 8.144 12.035 -0.012 -0.007 0
Si 19.071 10.867 12.035 -0.008 0.006 0.004
Si 21.776 13.583 12.053 0.001 -0.014 0.006
Si 24.496 -0.024 12.089 0 -0.014 0.003
Si 27.21 2.701 12.135 -0.005 -0.01 0.003
Si 24.492 5.426 12.088 0.005 0 -0.002
Si 27.211 8.146 12.122 0.006 -0.006 -0.006
Si 24.503 10.862 12.071 0.008 0.005 0.001
Si 27.225 13.565 12.113 0 0.004 -0.006
Si 29.936 -0.029 12.183 0.002 -0.014 0.006
Si 32.66 2.692 12.227 0.002 -0.002 -0.002
Si 29.933 5.427 12.196 0.008 0.002 0.008
Si 32.645 8.141 12.257 0.009 -0.001 0.007
Si 29.927 10.854 12.191 -0.01 -0.006 0.001
Si 32.642 13.578 12.227 -0.011 0 0
Si 35.366 -0.017 12.292 -0.005 0.008 -0.001
Si 38.079 2.706 12.341 -0.004 -0.004 -0.003
Si 35.375 5.413 12.301 0.002 0.001 0.005
Si 38.073 8.136 12.356 -0.003 0.014 0.002
Si 35.347 10.858 12.311 -0.001 0.003 0
Si 38.062 13.576 12.361 -0.008 -0.003 -0.002
Si 40.779 -0.013 12.405 0.003 -0.002 -0.005
Si 43.499 2.704 12.451 0.008 -0.005 -0.001
Si 40.786 5.422 12.4 -0.002 -0.009 -0.001
Si 43.492 8.136 12.435 0 -0.001 0.001
Si 40.776 10.851 12.408 0 0.004 0
Si 43.492 13.582 12.446 0.002 -0.003 0
Si 46.204 -0.014 12.482 0.005 0.002 0.002
Si 48.931 2.723 12.48 -0.003 0.002 -0.006
Si 46.211 5.43 12.481 0 0 0.002
Si 48.93 8.142 12.496 -0.008 0.005 -0.004
Si 46.204 10.858 12.467 0.004 0.002 -0.003
Si 48.924 13.586 12.481 0.006 -0.003 -0.003
Si 51.654 0.007 12.484 -0.002 -0.002 0.004
Si 54.378 2.735 12.458 0.001 0.008 -0.004
Si 51.651 5.44 12.495 0.002 -0.001 0.001
Si 54.374 8.157 12.461 0.016 0.007 -0.003
Si 51.655 10.862 12.493 -0.012 0.001 0.001
Si 54.388 13.608 12.464 0.002 -0.003 0.002
Si 57.11 0.021 12.425 0.003 0.005 -0.001
Si 59.831 2.744 12.361 -0.009 0.001 0.001
Si 57.094 5.455 12.422 0 0.001 0.002
Si 59.826 8.172 12.367 0.003 0.006 0.001
Si 57.115 10.886 12.424 0.004 0.013 -0.007
Si 59.834 13.618 12.369 0.001 -0.007 -0.001
Si 62.57 0.015 12.295 0.002 0.002 0
Si 0.007 2.738 12.231 0.003 -0.009 -0.002
Si 62.545 5.466 12.302 -0.007 -0.001 0.007
Si 0.001 8.178 12.233 -0.003 0.016 0.002
Si 62.552 10.895 12.299 -0.002 0.002 -0.001
Si 0.007 13.611 12.23 0.001 0.005 -0.002
Si 1.392 1.366 13.547 -0.002 -0.002 0
Si 4.125 4.094 13.492 0.007 -0.02 -0.002
Si 1.382 6.806 13.556 0.007 -0.012 0.003
Si 4.118 9.544 13.503 -0.009 -0.002 0.004
Si 1.377 12.245 13.565 0 -0.006 -0.002
Si 4.109 14.97 13.506 -0.003 0 0.009
Si 6.844 1.377 13.46 0 -0.001 0
Si 9.566 4.101 13.418 0.002 0 0.004
Si 6.843 6.815 13.449 0.001 0.002 0.004
Si 9.572 9.534 13.43 0.007 0.002 0.007
Si 6.849 12.255 13.472 -0.006 -0.002 0.007
Si 9.545 14.969 13.429 -0.008 0.016 -0.001
Si 12.259 1.36 13.392 0.005 -0.001 0.005
Si 14.983 4.089 13.395 -0.015 0.001 0.01
Si 12.281 6.815 13.409 0.002 -0.002 0.005
Si 14.982 9.528 13.383 0.003 0.012 0.007
Si 12.273 12.26 13.387 -0.01 0.007 -0.003
Si 14.982 14.972 13.368 0.004 -0.005 0
Si 17.674 1.36 13.372 -0.009 0.003 0.002
Si 20.398 4.08 13.378 -0.02 0.016 0.003
Si 17.704 6.792 13.36 0.003 -0.001 -0.003
Si 20.42 9.49 13.393 0.017 0.001 0
Si 17.699 12.232 13.366 0.013 -0.013 -0.002
Si 20.404 14.955 13.386 -0.002 -0.001 0
Si 23.122 1.345 13.416 0.001 -0.002 0.005
Si 25.839 4.071 13.466 0.003 0.008 0.001
Si 23.125 6.794 13.421 0.004 -0.004 0.001
Si 25.85 9.514 13.457 0.007 -0.009 -0.002
Si 23.13 12.215 13.41 0.007 0.006 0.006
Si 25.855 14.924 13.44 0.003 0.006 -0.003
Si 28.559 1.343 13.508 -0.004 0.01 0.008
Si 31.293 4.064 13.556 0.005 -0.011 0
Si 28.551 6.806 13.516 -0.014 0.009 0.001
Si 31.259 9.505 13.589 -0.009 0.014 0.006
Si 28.557 12.227 13.521 -0.002 0.007 0.001
Si 31.277 14.936 13.571 0.008 -0.003 0.005
Si 33.992 1.345 13.63 0.002 -0.003 0.006
Si 36.714 4.06 13.696 0.007 0.002 0.005
Si 33.996 6.786 13.629 0.003 -0.005 0.005
Si 36.692 9.499 13.686 -0.006 -0.003 -0.002
Si 33.956 12.227 13.633 -0.002 0.005 -0.002
Si 36.686 14.947 13.695 -0.002 -0.002 0.007
Si 39.411 1.362 13.743 0.003 -0.002 0.008
Si 42.133 4.073 13.789 0.007 0 -0.005
Si 39.418 6.789 13.745 -0.005 0.01 -0.004
Si 42.124 9.492 13.79 0.007 0.002 -0.004
Si 39.397 12.216 13.746 0 -0.004 0.001
Si 42.125 14.956 13.788 -0.008 0.005 0.006
Si 44.85 1.358 13.836 -0.001 -0.005 0.006
Si 47.577 4.078 13.846 0.006 -0.005 -0.002
Si 44.839 6.791 13.83 0.002 0.002 -0.001
Si 47.556 9.497 13.844 0.005 0.007 0.002
Si 44.837 12.216 13.825 0.006 0.002 0.006
Si 47.56 14.94 13.844 -0.005 -0.003 0.004
Si 50.294 1.371 13.843 -0.009 0.003 0.001
Si 53.025 4.081 13.843 0.003 -0.012 0.004
Si 50.288 6.786 13.871 -0.001 -0.003 0.01
Si 53.016 9.492 13.85 0.01 0.003 0.006
Si 50.281 12.22 13.841 -0.005 0.004 0.001
Si 53.027 14.963 13.832 -0.004 -0.006 0.01
Si 55.755 1.377 13.803 0.007 -0.007 -0.004
Si 58.478 4.095 13.75 -0.003 -0.001 0.004
Si 55.744 6.806 13.812 -0.013 0.002 0.004
Si 58.477 9.512 13.764 0.001 -0.007 0
Si 55.761 12.235 13.799 0.015 -0.008 0
Si 58.489 14.976 13.76 -0.003 -0.002 0.005
Si 61.223 1.373 13.677 0.007 -0.013 -0.003
Si 63.927 4.089 13.614 -0.002 0.005 -0.001
Si 61.203 6.818 13.703 -0.022 0.005 0.003
Si 63.936 9.535 13.625 -0.002 -0.001 0.006
Si 61.201 12.24 13.693 0.002 0.003 0.007
Si 63.942 14.957 13.62 0.01 -0.005 0.002
Si 0.049 0.01 14.929 0.003 0.001 -0.005
Si 2.785 2.729 14.862 0.006 0.006 0.002
Si 0.031 5.446 14.939 -0.01 -0.002 0.004
Si 2.758 8.192 14.869 0 0.005 -0.002
Si 0.02 10.908 14.964 0.003 0.006 0.002
Si 2.756 13.614 14.885 -0.009 -0.001 -0.004
Si 5.499 0.012 14.83 -0.006 0.011 0.005
Si 8.228 2.743 14.792 0.009 0 -0.001
Si 5.503 5.457 14.826 -0.001 0 0.004
Si 8.231 8.162 14.791 -0.003 -0.006 0.004
Si 5.502 10.903 14.847 -0.005 0.003 0.002
Si 8.227 13.61 14.828 0.005 -0.002 0.007
Si 10.915 0.004 14.772 -0.004 -0.003 0.003
Si 13.616 2.723 14.741 0.001 -0.005 0.004
Si 10.946 5.443 14.777 -0.007 -0.002 -0.001
Si 13.64 8.179 14.768 -0.008 -0.007 0
Si 10.953 10.9 14.773 0.005 0.007 0.009
Si 13.627 13.629 14.735 0.005 0.009 0.009
Si 16.322 0.004 14.744 -0.001 -0.002 0.016
Si 19.028 2.722 14.719 0.003 0.001 0.013
Si 16.353 5.462 14.738 0.01 0.004 0.001
Si 19.059 8.118 14.737 -0.007 -0.012 0.004
Si 16.348 10.881 14.732 -0.001 0.005 0.008
Si 19.041 13.59 14.728 -0.013 0.003 0.01
Si 21.761 -0.021 14.757 -0.002 0.003 0.006
Si 24.463 2.702 14.791 0.004 0 -0.001
Si 21.742 5.434 14.75 0.016 0.002 0.003
Si 24.481 8.154 14.787 0.008 0.013 0.004
Si 21.785 10.833 14.752 -0.009 -0.011 0.002
Si 24.49 13.561 14.776 0.007 -0.017 0.003
Si 27.188 -0.045 14.822 -0.007 -0.02 0.003
Si 29.915 2.703 14.878 0.002 0.004 0.004
Si 27.181 5.438 14.838 0.007 -0.004 0.001
Si 29.868 8.161 14.929 0.005 -0.006 0.003
Si 27.184 10.862 14.854 -0.012 0.007 0.009
Si 29.91 13.568 14.91 -0.007 -0.002 0.003
Si 32.618 -0.029 14.955 -0.007 -0.011 0.003
Si 35.318 2.708 15.027 0.002 -0.015 0.004
Si 32.616 5.428 14.954 -0.003 -0.004 0.004
Si 35.326 8.14 15.031 0.003 0.013 0.003
Si 32.581 10.87 14.981 0.005 0.002 0.009
Si 35.28 13.59 15.021 -0.008 0.003 -0.002
Si 38.025 0 15.071 -0.001 0.006 -0.001
Si 40.763 2.718 15.133 0 0.011 0
Si 38.051 5.426 15.085 0.007 -0.008 0.005
Si 40.755 8.136 15.148 -0.006 -0.015 0.007
Si 38.015 10.85 15.082 -0.008 -0.001 0
Si 40.742 13.586 15.115 0.008 -0.006 -0.006
Si 43.466 0.003 15.173 0.011 0.012 0
Si 46.211 2.727 15.201 0.004 0.004 -0.001
Si 43.467 5.433 15.18 -0.001 -0.007 -0.003
Si 46.196 8.139 15.214 0.001 -0.001 0.007
Si 43.473 10.839 15.175 -0.01 -0.004 0.004
Si 46.19 13.575 15.203 0.004 -0.006 0.001
Si 48.923 0.003 15.184 0.006 -0.002 0.003
Si 51.663 2.724 15.214 0.003 0.011 0.004
Si 48.93 5.417 15.238 -0.009 -0.005 0.001
Si 51.657 8.132 15.239 0 0.009 0.003
Si 48.918 10.853 15.205 0.001 0.005 -0.005
Si 51.667 13.576 15.174 -0.003 -0.004 -0.003
Si 54.39 0.027 15.177 0.012 0.008 -0.002
Si 57.137 2.741 15.142 -0.001 0.004 0.001
Si 54.385 5.457 15.192 0.008 -0.005 -0.005
Si 57.127 8.157 15.16 0.002 0.017 0.005
Si 54.422 10.847 15.167 0.008 0.012 0
Si 57.119 13.622 15.132 0.005 -0.003 -0.005
Si 59.893 0.023 15.077 0.001 0.008 0
Si 62.587 2.743 15.017 -0.009 0.004 0.001
Si 59.839 5.472 15.087 0.003 0.003 0.015
Si 62.596 8.186 15.019 0.004 0.004 0.003
Si 59.855 10.883 15.085 -0.007 0.01 -0.004
Si 62.591 13.603 15.01 0.004 0.005 0.009
O -0.069 13.507 22.028 -0.139 0.008 0.205
O 3.681 1.262 22.827 -0.363 0.012 0.143
O 1.54 10.048 29.142 0.376 -0.037 -0.26
O 3.411 5.035 25.062 -0.06 0.037 0.352
O 2.141 4.539 22.844 0.021 -0.079 0.533
O 5.609 9.604 31.82 0.081 0.065 -0.356
O 5.601 8.206 21.975 0.189 0.009 0.509
O 4.588 12.692 22.836 -0.181 -0.031 0.537
O 1.409 9.43 23.016 -0.197 -0.441 0.264
O 3.059 10.823 21.756 0.067 -0.051 0.14
O 6.622 14.341 22.791 0.313 -0.376 0.172
O 8.212 -0.091 21.978 0.142 -0.159 0.416
O 8.346 7.401 27.079 0.131 0.35 -0.154
O 7.141 4.741 22.784 -0.383 -0.006 0.263
O 10.944 8.101 21.954 -0.134 0.237 0.533
O 12.915 9.158 23.134 0.608 0.046 0.132
O 7.129 10.098 22.898 -0.386 -0.12 0.239
O 9.245 11.605 22.594 0.286 -0.113 0.278
O 11.466 8.229 28.179 0.337 0.197 -0.702
O 10.903 13.514 21.942 -0.006 -0.1 0.364
O 23.154 3.231 22.789 -0.519 -0.352 0.04
O 12.184 15.308 23.191 -0.086 0.566 0.211
O 16.063 13.028 25.193 -0.113 0.105 -0.25
O 14.605 0.952 23.019 -0.489 -0.081 0.107
O 7.003 3.421 29.078 -0.258 0.013 0.058
O 7.936 5.968 24.969 -0.36 0.393 0.257
O 13.868 5.653 21.837 0.113 0.087 0.067
O 17.825 8.81 22.799 0.107 -0.386 0.003
O 15.068 12.053 22.968 -0.026 -0.654 -0.009
O 17.209 7.544 25.075 -0.254 0.071 0.163
O 16.709 13.886 21.965 -0.18 0.189 0.591
O 13.58 16.069 25.2 0.086 0.157 0.324
O 10.717 12.863 30.452 0.524 0.311 0.437
O 18.812 15.959 21.816 -0.145 -0.151 0.248
O 20.654 1.307 22.721 0.684 0.47 -0.046
O 16.346 2.712 22.069 -0.138 -0.178 0.452
O 18.228 4.331 22.872 0.066 -0.066 0.228
O 18.778 5.538 25.171 0.054 -0.235 0.156
O 19.896 6.309 22.877 -0.083 0.475 0.179
O 23.299 15.438 25.436 -0.476 -0.143 0.22
O 19.035 10.985 22.064 -0.009 0.112 0.53
O 20.067 13.257 22.96 0.125 0.137 0.054
O 22.944 14.541 22.95 -0.487 -0.04 0.183
O 24.414 0.051 21.821 0.212 0.083 0.077
O 26.173 1.748 22.698 -0.067 -0.315 0.108
O 25.338 3.681 24.251 0.189 0.566 0.535
O 24.422 5.352 21.964 0.046 -0.069 0.571
O 22.508 8.206 25.06 -0.378 -0.451 -0.281
O 27.131 7.043 29.96 -0.122 0.306 0.135
O 21.59 8.018 21.883 -0.139 0.09 0.491
O 22.842 9.853 22.982 0.181 0.271 -0.036
O 20.381 15.612 24.348 0.554 -0.106 0.299
O 26.905 13.217 22.337 0.411 0.051 -0.18
O 29.885 0.176 22.264 0.135 -0.063 0.206
O 27.603 13.484 24.92 0.465 0.191 0.083
O 27.59 3.943 22.813 -0.15 0.271 0.209
O 31.901 0.613 25.967 -0.426 -0.196 -0.496
O 20.841 3.856 26.865 -0.501 -0.32 0.157
O 26.895 7.258 27.439 -0.111 -0.589 -0.031
O 31.369 6.438 23.231 0.417 -0.306 0
O 26.425 8.156 25.124 0.037 -0.053 0.17
O 29.746 10.898 22.22 -0.019 0.21 0.55
O 37.836 9.951 27.687 -0.409 0.18 0.212
O 26.635 11.109 24.597 0.335 -0.274 0.008
O 36.613 1.472 23.281 -0.465 -0.089 0.62
O 38.67 2.777 22.679 0.267 -0.533 -0.01
O 33.881 1.487 24.661 0.598 -0.302 -0.425
O 33.628 3.627 23.108 0.265 -0.147 0.451
O 36.64 7.486 23.087 -0.387 0.274 0.295
O 37.208 8.52 25.379 -0.744 0.133 -0.064
O 31.512 8.266 24.938 -0.306 0.191 0.022
O 35.236 10.816 22.316 -0.112 0.207 0.56
O 37.204 12.412 23.093 0.411 -0.272 0.356
O 34.019 1.022 27.344 0.215 0.42 0.269
O 38.429 14.74 23.077 -0.008 0.149 0.092
O 40.578 -0.067 22.347 0.083 0.124 0.296
O 42.407 1.636 23.221 0.098 0.27 0.258
O 39.657 11.914 27.6 -0.209 0.263 -0.022
O 32.468 9.471 28.675 -0.717 -0.162 0.082
O 35.002 4.251 25.998 0.027 0.077 -0.205
O 43.451 8.302 22.504 0.138 -0.143 0.532
O 41.623 6.854 23.573 0.437 -0.076 0.501
O 38.573 9.336 23.193 0.059 0.234 0.416
O 40.505 10.919 22.292 0.149 0.048 0.354
O 40.922 12.753 25.47 -0.54 0.375 -0.221
O 40.439 5.645 25.651 -0.417 -0.293 0.125
O 46.2 0.02 22.33 -0.177 0.235 0.474
O 48.087 1.579 23.318 0.02 -0.345 0.138
O 50.032 15.185 23.534 -0.16 0.356 0.205
O 45.73 12.769 24.333 0.244 0.195 0.286
O 44.673 3.035 23.299 0.438 -0.358 0.255
O 46.169 5.303 22.634 0.201 0.102 0.146
O 49.698 9.161 23.211 -0.257 0.012 0.237
O 45.458 9.235 31.988 -0.05 -0.024 -0.598
O 41.956 8.871 26.451 0.145 -0.603 -0.085
O 32.538 3.559 25.464 -0.283 -0.012 0.222
O 51.469 13.505 24.834 -0.161 -0.196 -0.191
O 55.544 0.88 27.525 -0.355 -0.549 0.089
O 51.711 1.166 27.249 0.223 -0.151 0.01
O 48.63 8.78 25.571 0.216 -0.243 0.474
O 51.574 5.213 22.289 0.075 0.016 0.076
O 47.812 7.281 23.458 -0.057 -0.12 0.521
O 51.608 10.873 22.428 -0.204 -0.168 0.346
O 53.409 12.631 23.269 0.376 -0.071 0.046
O 55.37 14.925 23.077 0.202 -0.574 0.093
O 57.32 0.029 22.155 0.213 0.186 0.456
O 54.42 2.536 22.397 0.007 -0.041 0.465
O 59.189 1.627 23.08 0 -0.199 0.248
O 61.3 3.28 22.977 0.567 -0.364 0.015
O 55.894 4.244 23.585 0.24 0.286 0.025
O 55.321 10.105 31.911 -0.556 -0.079 -0.338
O 52.678 6.8 23.889 0.443 0.291 0.386
O 55.528 9.218 23.164 -0.557 -0.254 -0.015
O 54.888 11.651 27.847 0.811 0.038 -0.127
O 55.363 10.405 25.526 0.394 0.142 -0.177
O 59.99 14.394 22.532 -0.145 0.016 -0.329
O 57.16 10.835 22.037 0.003 0.076 0.459
O 61.676 14.775 27.862 0.17 0.547 -0.15
O 64.141 1.051 23.277 0.122 0.135 0.496
O 0.312 2.807 22.127 0.048 0.001 0.504
O 59.541 3.892 32.261 -0.084 -0.306 -0.242
O 62.766 5.361 22.246 -0.108 0.007 0.413
O 64.591 6.956 23.167 0.015 0.217 0.084
O 59.946 8.223 22.31 -0.064 -0.153 0.646
O 61.773 9.834 23.247 -0.254 -0.312 0.121
O 9.31 3.96 24.059 0.575 0.094 0.032
O 0.129 5.36 25.22 -0.182 -0.389 -0.132
O 4.078 6.331 22.89 0.07 -0.074 0.126
O 3.117 9.144 31.015 0.023 -0.39 -0.082
O -0.033 13.366 25.061 -0.552 -0.461 0.082
O 61.979 11.377 25.374 0.316 0.177 0.299
O 7.457 6.301 29.256 -0.348 -0.041 0.12
O 5.5 3.501 25.545 0.181 0.294 -0.59
O 5.201 0.938 25.003 0.143 -0.112 0.007
O 12.639 6.728 24.306 0.032 0.15 -0.373
O 8.96 1.843 28.215 0.127 -0.022 0.364
O 10.994 6.362 29.995 0.116 0.064 0.329
O 14.931 8.676 31.238 -0.09 0.384 0.437
O 14.213 11.199 25.355 -0.593 0.149 0.058
O 16.948 6.88 30.967 0.341 -0.038 0.255
O 31.17 1.791 28.327 0.162 -0.336 0.425
O 7.279 14.835 28.459 0.184 0.403 -0.419
O 60.41 13.303 24.86 0.539 0.174 0.131
O 12.285 4.31 23.118 -0.282 -0.499 0.37
O 60.012 15.076 31.894 -0.406 0.348 -0.201
O 15.886 9.585 24.242 -0.026 0.416 -0.27
O 50.064 3.313 31.833 -0.275 -0.114 -0.39
O 45.359 15.163 25.612 0.618 -0.27 -0.037
O 9.576 0.916 31.495 0.218 0.146 -0.253
O 17.75 13.638 29.639 -0.017 -0.359 -0.039
O 13.15 13.498 32.606 0.02 -0.083 -0.631
O 18.546 1.273 24.178 -0.09 0.192 -0.282
O 20.951 1.739 25.277 0.164 -0.378 0.279
O 14.954 1.806 30.342 0.344 0.404 0.18
O 17.477 10.998 28.64 -0.006 0.284 0.28
O 17.297 9.453 31.513 0.074 0.681 -0.255
O 19.506 13.041 31.542 0.239 0.091 -0.461
O 22.258 12.167 27.315 0.6 -0.196 -0.033
O 42.985 14.483 29.875 -0.332 0.57 0.001
O 26.897 4.57 29.575 -0.206 -0.028 -0.541
O 6.602 1.675 27.086 -0.078 -0.061 0.222
O 29.531 5.389 21.935 -0.04 0.112 0.19
O 22.965 4.414 31.459 -0.13 -0.047 -0.159
O 21.708 10.816 25.143 -0.732 -0.151 0.345
O 24.813 11.778 22.779 -0.623 0.03 0.103
O 19.985 6.25 31.376 -0.375 -0.351 -0.276
O 43.637 1.087 29.61 0.248 -0.213 -0.087
O 13.251 3.316 32.018 0.422 0.334 0.12
O 26.784 12.145 27.044 0.037 0.625 -0.002
O 39.265 15.251 29.557 0.319 -0.342 0.154
O 28.55 14.832 31.777 -0.156 0.35 -0.187
O 34.857 2.511 33.104 -0.042 -0.112 -0.18
O 32.036 0.909 32.18 0.444 0.159 -0.145
O 29.044 2.987 29.316 -0.188 -0.477 -0.243
O 26.128 5.72 31.955 0.328 -0.072 0.156
O 25.253 11.362 29.077 -0.406 -0.08 -0.34
O 58.958 4.179 23.456 -0.144 0.137 -0.212
O 46.547 14.944 29.777 -0.76 -0.089 -0.391
O 31.634 1.988 23.247 -0.011 0.183 0.08
O 59.149 10.675 32.883 0.024 -0.064 -0.469
O 7.71 2.525 32.521 -0.024 -0.035 -0.509
O 63.375 11.877 23.07 0.035 0.074 0.081
O 35.168 0.01 21.833 -0.055 -0.011 -0.073
O 28.479 4.145 26.464 -0.48 0.392 0.121
O 48.719 13.711 30.357 -0.045 -0.375 0.449
O 33.696 11.611 27.705 0.125 0.498 -0.362
O 36.925 11.667 31.841 -0.23 0.009 -0.257
O 41.701 13.665 27.865 -0.481 0.352 0.327
O 49.119 1.58 27.181 -0.449 -0.252 0.541
O 30.289 10.574 29.979 0.247 -0.166 -0.248
O 37.221 16.044 26.44 -0.498 0.045 -0.188
O 35.203 12.845 29.493 0.324 -0.248 0.266
O 41.255 2.349 29.698 -0.606 0.125 0.058
O 37.93 0.931 30.197 0.223 0.11 -0.293
O 2.241 15.532 29.723 -0.252 -0.179 0.121
O 5.564 2.826 21.972 -0.165 0.164 0.543
O 35.133 7.652 32.56 0.081 0.086 -0.167
O 35.835 14.404 23.968 -0.095 0.18 -0.14
O 40.202 4.794 23.102 0.088 -0.065 0.296
O 14.983 5.513 31.883 -0.166 -0.597 -0.221
O 48.745 11.159 26.883 0.221 -0.308 0.144
O 49.846 4.12 27.367 -0.017 0.212 0.187
O 45.811 2.356 32.745 -0.201 -0.099 -0.222
O 44.371 9.907 26.346 0.351 -0.03 -0.493
O 50.13 6.885 24.516 -0.156 -0.345 0.103
O 37.377 7.372 27.839 0.007 0.213 0.124
O 44.586 7.935 28.007 -0.565 -0.153 -0.431
O 46.788 9.377 27.374 0.362 -0.477 0.324
O 1.798 11.9 23.826 -0.246 0.181 -0.206
O 44.855 10.475 28.813 -0.003 -0.256 0.238
O 21.742 8.514 27.479 0.256 0.19 0.008
O 61.281 7.701 29.951 -0.275 -0.06 -0.589
O 49.857 7.611 30.046 -0.625 -0.198 -0.452
O 38.949 4.256 31.772 0.197 0.289 -0.18
O 55.083 5.209 25.97 -0.27 -0.313 0.039
O 29.5 13.328 27.353 -0.11 0.073 0.571
O 50.308 15.637 26.107 0.161 -0.031 0.63
O 64.618 11.265 29.493 0.424 0.352 0.199
O 51.285 5.763 28.803 -0.009 -0.139 -0.006
O 14.606 4.758 24.488 0.341 0.35 -0.359
O 22.691 14.93 31.564 -0.458 0.322 -0.124
O 1.222 7.615 29.874 -0.261 -0.063 -0.018
O 50.318 1.622 24.9 0.692 0.172 -0.328
O 47.971 13.552 27.868 -0.345 0.323 -0.268
O 46.294 7.871 29.807 0.222 0.253 -0.281
O 31.119 13.045 25.372 -0.146 0.477 -0.046
O 60.475 12.491 27.324 0.167 -0.361 0.363
O 57.537 5.064 25.4 0.227 0.002 0.747
O 63.353 11.683 31.675 0.466 -0.181 0.076
O 49.95 15.28 32.026 0.178 0.274 0.017
O 56.969 5.347 28.739 0.245 -0.186 -0.298
O 61.315 4.61 28.186 -0.079 -0.429 -0.531
O 53.363 9.738 27.088 -0.338 0.136 0.348
O 22.234 6.098 26.806 0.06 -0.134 -0.252
O 59.301 4.897 29.893 -0.146 0.336 -0.37
O 7.526 2.083 24.608 -0.272 -0.321 -0.049
O 41.353 0.028 28.714 0.176 -0.196 -0.355
O 63.374 0.478 31.825 0.2 -0.451 -0.063
O 60.749 2.706 29.868 -0.385 -0.127 0.218
O 21.1 11.078 32.054 -0.239 -0.101 0.044
O 63.536 4.855 26.879 -0.218 -0.463 -0.465
O 59.849 8.514 26.088 0.452 0.203 -0.165
O 59.103 6.491 27.569 0.071 -0.418 0.069
O 0.706 3.837 27.274 -0.435 -0.344 0.174
O 44.397 14.7 23.202 -0.39 0.008 0.08
O 58.067 9.826 27.556 -0.482 0.422 -0.095
O 19.761 15.295 29.961 0.295 -0.3 -0.486
O 0.129 0.748 30.182 0.124 0.23 -0.024
O 2.032 2.752 29.305 0.342 -0.362 0.128
O 4.047 6.215 31.91 0.039 0.389 -0.337
O 4.675 5.056 29.625 0.217 -0.226 -0.203
O 10.703 11.771 25.581 0.331 -0.023 -0.148
O 36.799 14.756 30.307 -0.437 -0.112 0.202
O 38.572 1.552 25.072 0.73 -0.208 -0.01
O 61.687 5.108 30.746 -0.049 -0.267 0.347
O 53.368 12.078 25.813 -0.257 0.069 -0.007
O 55.807 0.545 30.155 -0.134 0.065 0.112
O 27.811 15.385 23.186 0.019 0.48 0.524
O 4.313 15.219 23.632 -0.314 0.024 0.04
O 4.571 9.059 26.952 -0.06 -0.419 -0.241
O 10.813 3.653 27.581 -0.15 0.084 0.224
O 32.912 4.069 32.318 -0.071 -0.172 -0.158
O 21.918 13.3 29.666 -0.581 0.227 0.196
O 8.516 12.513 31.89 -0.375 0.239 -0.153
O 15.246 13.198 29.066 -0.263 0.073 -0.381
O 23.12 1.1 27.207 -0.026 0.483 -0.245
O 36.151 0.859 31.857 -0.188 -0.384 -0.081
O 33.124 0.333 29.823 -0.165 -0.009 0.048
O 3.9 11.584 31.58 0.165 0.37 -0.288
O 27.704 15.439 27.021 -0.32 -0.132 -0.434
O 33.568 9.061 23.376 -0.087 -0.623 0.356
O 13.48 0.79 32.105 -0.291 -0.29 0.028
O 63.166 6.999 31.707 -0.022 0.626 -0.216
O 62.022 15.957 23.003 -0.027 -0.057 0.12
O 9.123 14.826 30.696 -0.56 0.295 0.099
O 17.181 4.255 31.525 0.131 -0.128 -0.469
O 7.743 12.133 24.585 0.392 0.411 -0.076
O 29.7 7.749 32.595 -0.067 0.154 -0.53
O 46.916 7.1 32.159 0.061 -0.224 -0.505
O 14.994 11.993 31.494 0.465 -0.072 0.088
O 6.857 0.808 29.558 -0.21 0.38 0.583
O 13.333 7.403 29.769 0.636 -0.232 -0.346
O 44.212 6.435 30.267 -0.106 0.26 0.338
O 2.577 0.434 24.956 -0.492 0.246 -0.149
O 34.013 15.329 25.626 0.314 -0.276 0.325
O 39.444 8.341 26.437 0.057 -0.157 -0.702
O 20.007 8.048 29.339 -0.503 0.4 0.178
O 51.172 2.111 29.705 -0.623 -0.33 -0.218
O 28.875 8.584 28.966 0.317 -0.273 -0.357
O 33.63 12.909 24.55 0.253 -0.278 0.169
O 41.861 0.526 31.454 0.285 -0.239 -0.196
O 22.537 9.076 31.443 0.094 -0.561 -0.462
O 63.169 6.307 29.029 0.456 0 0.025
O 36.772 5.722 31.85 -0.314 0.128 -0.113
O 33.42 14.98 23.087 -0.67 0.193 0.156
O 16.202 1.468 28.165 -0.327 -0.027 -0.362
O 25.619 9.361 22.98 -0.175 0.056 -0.754
O 45.918 5.663 28.405 0.547 0.196 0.121
O 58.455 12.527 23.284 -0.362 -0.15 0.752
O 23.138 15.503 28.991 0.01 -0.211 -0.516
O 20.795 13.281 25.457 -0.024 0.081 0.219
O 55.958 14.952 31.948 0.255 -0.534 -0.222
O 55.182 7.754 25.118 -0.11 -0.136 -0.462
O 52.052 1.614 32.164 0.04 -0.123 -0.323
O 17.217 6.002 27.243 -0.017 0.39 0.295
O 1.503 1.486 27.106 -0.651 -0.07 0.08
O 48.497 5.174 32.854 -0.136 0.011 -0.53
O 56.615 7.198 27.074 0.168 0.497 -0.07
O 31.434 3.652 30.215 0.175 -0.495 -0.038
O 60.171 2.676 25.295 -0.254 0.244 0.392
O 44.997 4.054 26.531 0.262 0.148 -0.545
O 37.879 13.647 25.379 0.257 -0.589 0.119
O 31.482 11.405 32.148 0.356 -0.192 -0.084
O 33.205 8.849 31.32 -0.552 0.083 -0.039
O 28.217 3.852 31.651 0.08 0.597 -0.136
O 13.184 7.232 32.474 -0.741 0.112 0.365
O 22.217 6.613 30.15 0.413 0.451 0.085
O 47.991 9.276 30.956 -0.12 0.548 -0.017
O 60.993 9.173 31.961 0.408 -0.326 0.015
O 0.621 9.443 31.653 -0.417 0.363 -0.212
O 35.611 5.572 28.762 -0.038 -0.168 0.349
O 48.768 11.139 0.041 -0.078 -0.072 -0.473
O 51.219 13.285 33.017 -0.161 0.042 -0.238
O 30.853 15.571 30.618 -0.13 0.333 -0.037
O 33.302 5.367 27.597 -0.2 -0.155 0.122
O 64.058 14.021 27.324 0.134 -0.275 -0.016
O 33.262 9.66 26.107 0.474 -0.119 0.276
O 37.378 4.917 26.972 0.44 0.128 -0.206
O 60.166 0.064 25.536 0.185 -0.201 -0.548
O 2.441 13.498 25.797 0.468 0.542 -0.084
O 36.762 3.3 30.733 -0.206 -0.155 -0.211
O 37.155 3.717 24.63 0.08 0.436 -0.217
O 22.847 3.695 25.311 0.058 0.246 0.562
O 24.231 10.255 25.033 0.159 -0.062 0.667
O 1.733 14.506 23.383 0.123 0.185 0.376
O 47.271 11.383 22.757 0.228 -0.513 0.152
O 38.657 11.312 29.873 -0.022 0.121 -0.264
O 42.219 11.283 27.228 0.06 0.123 0.422
O 47.344 3.549 27.729 -0.005 0.213 0.209
O 39.468 14.886 27.074 0.418 -0.332 -0.171
O 59.913 13.882 29.515 0.15 -0.547 0.142
O 46.512 12.317 29.586 0.496 -0.615 0.066
O 9.269 13.719 26.935 -0.053 0.238 -0.27
O 17.682 3.58 28.206 0.362 0.151 0.078
O 50.56 12.947 27.719 0.205 -0.369 -0.168
O 30.744 4.283 27.749 0.404 0.068 -0.287
O 9.143 8.524 29.31 -0.056 0.041 0.556
O 26.137 9.674 27.319 -0.266 0.122 -0.183
O 59.916 6.069 25.081 0.278 -0.305 -0.279
O 53.29 0.312 23.243 -0.228 -0.274 0.104
O 42.105 12.842 23.038 -0.038 0.673 0.083
O 10.317 10.653 32.52 -0.173 0.021 -0.586
O 38.985 10.039 32.042 0.186 -0.029 -0.294
O 51.158 12.553 30.286 -0.718 0.17 0.352
O 45.095 3.217 28.976 -0.368 0.196 0.297
O 26.39 6.901 22.8 0.408 -0.204 0.18
O 44.15 4.263 31.862 0.056 0.194 -0.112
O 11.264 15.992 29.704 0.059 -0.469 -0.37
O 49.798 3.562 23.213 0.111 0.16 0.299
O 24.337 7.775 26.851 0.14 -0.243 0.152
O 0.626 15.567 26.323 -0.18 0.089 -0.054
O 62.14 10.257 29.839 -0.126 -0.028 -0.332
O 58.099 6.579 23.216 -0.426 0.215 0.289
O 55.127 12.245 30.334 0.081 0.387 0.294
O 29.655 1.798 26.191 0.321 0.015 -0.23
O 52.335 11.094 32.12 0.123 -0.519 0.127
O 57.658 0.528 26.124 0.006 0.12 0.271
O 51.817 7.973 26.17 -0.454 0.548 -0.154
O 33.386 5.43 30.187 0.131 -0.207 0.279
O 55.996 2.923 29.054 0.455 0.083 -0.33
O 57.101 2.763 0.265 0.099 0.254 -0.11
O 6.503 14.907 31.112 0.055 -0.155 -0.265
O 3.557 9.962 24.594 0.414 -0.222 -0.295
O 30.375 5.971 25.738 -0.084 -0.049 -0.054
O 58.447 6.278 32.006 0.154 0.241 -0.327
O 34.648 10.278 29.76 0.691 -0.117 0.118
O 11.441 1.14 27.588 0.218 -0.301 -0.525
O 25.968 11.945 31.62 0.446 -0.175 -0.372
O 4.779 10.223 29.392 -0.151 0.498 -0.257
O 3.261 3.793 31.38 -0.032 -0.443 0.185
O 30.236 15.82 27.488 0.392 -0.224 -0.069
O 61.677 6.801 26.853 0.423 0.464 -0.371
O 50.05 8.814 32.441 0.538 -0.516 -0.038
O 61.809 13.395 32.796 0.003 -0.126 -0.438
O 58.306 14.8 24.626 -0.451 0.194 -0.081
O 4.966 5.544 27.117 0.327 -0.01 -0.285
O 33.009 6.07 25.192 0.386 0.14 -0.448
O 36.847 2.351 26.833 -0.516 -0.055 0.483
O 57.121 4.211 31.082 -0.005 -0.18 0.235
O 25.343 14.482 24.056 0.144 0.183 -0.01
O 2.454 0.916 31.704 0.05 0.121 -0.342
O 44.009 1.029 25.184 -0.167 -0.05 -0.218
O 44.11 12.226 30.595 -0.147 -0.579 0.325
O 0.808 3.192 31.75 -0.208 -0.534 -0.075
O 30.252 13.086 30.477 -0.265 -0.256 -0.384
O 16.717 3.059 25.067 0.507 0.571 -0.099
O 12.248 9.281 31.436 -0.264 0.421 -0.527
O 35.442 1.484 29.414 0.044 0.53 -0.398
O 0.683 15.225 31.834 -0.35 0.022 -0.211
O 2.162 13.26 32.635 0.046 -0.009 -0.234
O 4.698 -0.241 32.474 0.117 0.216 -0.016
O 7.458 7.927 32.669 0.084 0.1 -0.362
O 25.462 0.222 26.377 0.197 -0.151 -0.217
O 10.965 4.515 31.879 0.057 0.122 -0.127
O 14.966 10.624 29.193 -0.502 -0.409 0.153
O 57.759 0.616 32.06 0.185 0.27 -0.354
O 27.783 10.878 29.138 0.182 0.251 0.057
O 46.842 10.613 25.157 -0.068 0.237 0.179
O 40.28 9.536 28.57 0.282 -0.178 0.598
O 35.005 13.273 32.69 -0.009 0.189 -0.668
O 8.417 12.679 29.261 -0.23 -0.664 -0.109
O 43.333 10.604 32.809 0.01 -0.196 -0.243
O 53.996 7.134 27.377 -0.102 -0.291 0.328
O 11.493 12.769 27.865 0.236 -0.01 0.07
O 2.025 7.667 32.902 -0.22 -0.031 0.006
O 12.353 1.995 29.966 -0.509 0.573 -0.139
O 15.346 4.165 26.975 -0.618 0.069 0.293
O 9.06 6.26 31.684 0.042 -0.076 -0.128
O 21.625 10.708 29.462 0.026 -0.611 -0.118
O 28.304 9.604 31.436 -0.232 0.071 -0.144
O 48.329 3.259 25.341 -0.56 0.166 -0.151
O 53.068 13.354 28.772 0.243 0.253 -0.088
O 19.307 7.535 26.781 0.255 0.045 -0.288
O 42.238 6.085 31.918 -0.138 -0.131 -0.305
O 33.16 14.902 31.81 0.213 -0.051 -0.539
O 15.781 -0.28 32.757 -0.174 -0.216 -0.401
O 61.048 1.551 27.523 -0.067 0.072 0.048
O 18.535 2.425 32.66 0.165 -0.196 -0.123
O 50.523 10.107 30.3 -0.056 -0.12 -0.662
O 12.386 5.777 27.87 0.524 -0.163 0.116
O 18.835 7.98 32.9 0.126 0.116 0.131
O 56.228 2.768 25.777 0.236 -0.074 0.224
O 15.68 7.3 22.863 0.025 -0.224 0.296
O 62.635 12.818 29.306 -0.387 -0.018 0.138
O 17.862 15.007 31.771 0.065 0.178 0.015
O 6.943 12.585 27.123 -0.047 -0.333 0.053
O 9.733 1.596 23.126 0.217 -0.232 0.282
O 24.253 13.358 32.946 0.09 0.154 -0.149
O 42.76 5.444 26.78 0.199 0.495 -0.285
O 41.004 6.994 27.971 -0.146 -0.21 0.69
O 22.671 4.415 28.807 0.464 -0.655 -0.316
O 57.954 15.326 30.173 -0.259 -0.15 -0.338
O 24.338 7.624 32.545 0.018 -0.07 -0.312
O 45.006 10.314 23.291 -0.121 0.086 0.525
O 24.65 5.831 29.845 0.141 0.389 -0.398
O 10.305 5.898 26.245 0.043 0.199 -0.474
O 23.534 11.415 31.066 0 0.29 0.514
O 42.117 12.864 32.026 -0.331 0.285 -0.063
O 1.808 6.877 24.026 0.081 0.564 -0.114
O 48.748 -0.009 29.949 0.368 0.364 -0.607
O 42.777 3.01 27.656 0.236 -0.596 -0.125
O 53.844 -0.193 32.891 -0.046 -0.049 -0.384
O 8.232 4.775 27.319 0.032 -0.543 -0.332
O 29.852 2.274 32.795 0.026 -0.116 -0.452
O 26.113 0.054 28.937 -0.157 -0.397 0.223
O 13.906 8.579 25.574 0.156 -0.294 0.598
O 53.014 10.884 29.612 0.117 -0.649 -0.276
O 14.261 2.284 25.327 -0.407 0.136 0.37
O 47.182 0.201 31.987 0.34 -0.185 -0.143
O 30.187 13.442 0.037 0.069 -0.162 -0.216
O 3.157 15.84 27.285 0.24 -0.04 -0.26
O 5.866 4.266 31.775 0.062 0.355 -0.212
O 57.123 12.07 32.014 -0.09 0.522 -0.156
O 11.484 14.348 25.671 -0.034 0.422 0.318
O 11.417 9.074 25.243 -0.042 -0.115 0.304
O 9.11 9.901 24.566 -0.301 -0.715 -0.202
O 46.223 12.952 32.987 0.053 -0.033 -0.162
O 21.375 1.063 29.203 -0.02 0.588 0.052
O 28.154 8.888 23.115 0.414 -0.285 0.631
O 38.96 6.913 23.989 -0.261 -0.186 0.373
O 4.662 7.556 29.016 0.077 -0.093 0.695
O 57.522 9.136 25.009 0.346 -0.312 -0.428
O 52.172 8.166 28.873 0.395 0.26 0.148
O 3.527 11.395 26.844 0.144 -0.034 0.267
O 48.824 13.433 22.225 -0.144 -0.065 0.495
O 37.055 13.837 27.851 0.164 -0.369 -0.142
O 26.683 2.165 30.308 -0.074 0.135 -0.161
O 16.002 15.633 29.459 -0.071 -0.087 0.563
O 40.638 4.415 27.993 -0.767 -0.142 -0.058
O 40.523 7.92 32.713 -0.088 0.022 -0.383
O 64.779 9.882 27.348 -0.639 -0.346 0.364
O 45.257 0.989 27.442 0.341 0.335 -0.011
O 3.194 13.494 28.361 0.289 -0.176 0.086
O 9.745 9.891 27.102 -0.478 -0.131 0.076
O 18.188 12.054 26.414 0.246 -0.085 -0.538
O 53.822 5.65 32.493 0.187 -0.04 0.197
O 15.89 9.789 26.858 0.388 -0.229 -0.232
O 40.408 2.305 32.727 -0.128 0.145 -0.01
O 25.494 0.359 31.593 0.304 -0.384 -0.03
O 13.6 13.553 24.463 0.07 -0.348 -0.211
O 55.273 0.475 24.958 0.099 0.066 0.021
O 51.72 5.421 26.084 0.158 -0.224 -0.25
O 44.266 14.46 32.081 -0.188 0.651 -0.337
O -0.171 7.856 25.581 -0.013 -0.361 0.654
O 12.379 4.448 25.651 0.026 -0.65 0.109
O 15.884 5.089 29.369 -0.296 -0.096 0.012
O 31.562 12.877 22.802 0.065 0.518 -0.281
O 16.938 14.28 27.276 0.265 0.387 -0.029
O 34.949 15.28 28.572 -0.049 -0.117 -0.146
O 54.756 4.996 30.085 -0.127 0.364 -0.236
O 9.22 4.451 29.85 -0.001 -0.332 -0.096
O 63.645 15.149 29.709 0.264 -0.286 0.251
O 39.121 1.024 27.656 0.348 0.395 0.011
O 20.348 5.572 28.742 -0.593 -0.092 -0.116
O 49.064 13.448 25.538 -0.454 -0.161 -0.426
O 23.951 1.485 24.664 0.143 -0.435 -0.499
O 32.645 12.057 29.99 0.021 0.183 0.238
O 28.981 11.409 25.735 0.232 -0.618 -0.23
O 20.233 0.949 31.511 0.201 0.114 0.014
O 13.728 0.27 28.603 0 -0.656 -0.335
O 16.55 8.593 29.084 0.171 -0.521 -0.429
O 54.723 3.313 32.048 0.064 -0.489 -0.277
O 6.772 8.864 28.494 0.215 0.372 0.205
O 42.509 4.582 29.805 0.101 -0.022 -0.017
O 56.574 7.966 32.79 0.061 -0.193 -0.563
O 16.168 0.508 25.097 0.164 -0.44 -0.029
O 3.354 3.401 27.101 0.347 -0.213 0.246
O 44.368 13.089 28.157 0.293 -0.106 -0.309
O 35.175 5.483 22.234 -0.066 0.055 0.57
O 9.293 6.269 22.778 -0.138 -0.161 0.298
O 19.838 12.332 28.439 -0.367 0.215 0.014
O 61.792 2.42 32.716 0.165 0.025 -0.327
O 59.051 14.768 27.192 -0.376 0.103 0.274
O 57.712 7.893 29.318 -0.267 -0.256 0.435
O 64.641 5.124 32.739 0.085 0.096 -0.103
O 2.703 6.121 28.192 -0.204 -0.128 -0.745
O 23.358 12.911 24.999 0.206 -0.135 -0.157
O 52.43 3.981 30.988 -0.168 0.095 -0.225
O 18.743 1.338 29.247 0.034 0.131 -0.086
O 19.553 9.974 27.448 0.347 -0.094 -0.205
O 29.073 6.174 28.094 0.02 0.154 0.099
O 63.623 15.367 25.015 -0.086 -0.193 -0.147
O 20.536 4.044 24.151 0.25 -0.224 -0.295
O 59.341 10.97 25.537 -0.154 0.17 -0.555
O 1.087 12.077 27.618 -0.131 0.174 0.108
O 42.595 10.884 24.709 -0.033 -0.163 -0.269
O 42.876 3.411 25.079 -0.729 0.414 -0.181
O 1.214 10.055 25.543 0.424 -0.012 0.254
O 1.241 5.094 30.08 -0.162 0.015 0.437
O 62.847 1.243 29.38 0.224 0.428 -0.128
O 5.768 10.874 25.567 0.247 -0.246 -0.023
O 38.538 15.389 32.092 0.004 0.482 0.132
O 53.644 1.643 29.089 -0.087 -0.114 0.236
O 46.313 1.202 29.792 0.163 0.354 0.029
O 24.514 13.63 30.103 0.298 0.542 -0.102
O 0.228 6.279 27.816 -0.002 0.577 -0.104
O 28.675 14.808 29.3 -0.395 -0.028 0.233
O 50.94 14.934 29.477 0.471 0.531 -0.035
O 43.398 13.412 25.227 -0.133 0.227 0.658
O 4.832 15.421 29.224 -0.034 0.291 0.048
O 31.155 11.116 27.136 -0.217 -0.014 0.028
O 11.22 15.338 32.211 0.329 0.259 0.215
O 53.758 14.629 25.017 -0.102 0.174 0.338
O 62.368 1.287 25.158 0.066 0.49 0.205
O 39.283 12.792 32.077 0.233 -0.113 -0.473
O 60.354 0.172 29.718 0.051 -0.033 0.12
O 27.521 2.315 24.832 0.262 -0.351 -0.316
O 63.98 9.965 24.743 0.279 -0.103 -0.441
O 31.932 10.83 24.257 -0.408 -0.102 0.044
O 43.488 15.483 27.317 -0.12 0 -0.111
O 31.234 5.915 31.634 -0.009 0.093 -0.623
O 10.913 10.563 29.286 0.119 -0.152 0.505
O 5.602 13.509 25.099 -0.314 0.5 0.225
O 9.898 1.994 25.716 0.314 -0.413 -0.124
O 18.375 14.152 24.934 -0.175 0.18 -0.342
O 34.133 7.624 29.081 0.295 0.102 -0.344
O 52.003 6.907 31.266 -0.208 0.328 -0.292
O 24.262 2.434 32.577 0.201 -0.145 -0.219
O 24.07 1.522 29.655 -0.116 0.247 0.329
O 59.578 9.709 29.732 0.066 0.329 0.169
O 18.207 1.487 26.652 0.295 -0.339 0.025
O 27.329 1.785 27.356 -0.216 0.262 0.623
O 38.016 5.364 29.55 0.393 -0.044 0.042
O 52.387 3.603 27.854 0.52 0.149 -0.198
O 13.007 12.085 29.852 -0.006 -0.006 0.091
O 57.038 10.407 29.923 0.202 0.206 -0.133

Results
total energy: -406610.622 eV
total energy less fixed offsets of O -438.35, Si -107.03 eV per atom: 2.178 eV
